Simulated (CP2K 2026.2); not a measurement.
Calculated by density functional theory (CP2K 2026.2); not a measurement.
Periodic cell of 2016 atoms, Si1440O576, from a study of silicon, its oxide and their interface. The atomic structure is a simulated model.
Doubt: the forces sum to 3.14 eV/angstrom along one axis rather than to zero, so they err by at least 0.0016 eV/angstrom per atom on average; the grid cutoff is modest.

Settings
functional: PBE
method: Gaussian and plane waves
basis set: DZVP-MOLOPT-SR-GTH
pseudopotentials: GTH-PBE
grid cutoff: 300 Ry, relative cutoff 40 Ry
k points: Gamma only
occupations: fixed
spin: none
net charge: 0

Cell vectors (angstrom)
a 65.28 0 0
b 0 16.32 0
c -0.1739 -0.3427 33.4203

Atoms and the computed forces on them: element, x, y, z (angstrom), force x, y, z (eV/angstrom)
Si 1.449 -1.619 0.015 -0.106 0.201 0.719
Si 4.097 1.102 -0.107 -0.066 0.259 0.673
Si 1.004 4.361 0.016 0.096 -0.145 0.722
Si 3.991 6.789 0.059 0.182 -0.214 0.667
Si 0.813 -6.368 0.001 0.268 -0.237 0.699
Si 3.74 -3.776 -0.019 0.089 -0.18 0.703
Si 6.442 -0.997 -0.12 0.112 -0.156 0.714
Si 9.282 1.591 0.004 0.074 -0.034 0.642
Si 7.056 3.797 -0.229 -0.278 0.141 0.732
Si 9.275 6.803 -0.154 0.25 -0.081 0.687
Si 7.115 9.112 -0.155 -0.129 0.202 0.747
Si 9.883 -4.413 -0.141 -0.144 0.064 0.726
Si 12.636 -1.718 -0.117 -0.255 0.292 0.712
Si 14.776 1.731 0.07 -0.019 -0.137 0.679
Si 12.537 3.951 -0.19 -0.225 0.13 0.653
Si 15.328 6.374 0.064 -0.038 0.331 0.753
Si 12.048 -6.727 -0.225 0.163 -0.147 0.637
Si 14.824 -4.033 -0.012 0.235 -0.174 0.698
Si 18.075 -1.746 0.116 -0.211 0.284 0.737
Si 20.71 1.259 0.052 -0.245 0.069 0.744
Si 17.55 4.158 0.073 0.252 -0.09 0.747
Si 20.323 7.107 0.087 0.055 -0.208 0.758
Si 18.205 -6.901 0.053 -0.294 0.012 0.67
Si 20.357 -3.894 0.346 0.141 -0.138 0.729
Si 22.878 -1.008 -0.033 0.295 -0.202 0.806
Si 25.636 1.764 0.166 0.054 -0.178 0.761
Si 23.441 3.917 0.19 -0.128 0.085 0.775
Si 25.935 6.814 0.371 0.024 -0.027 0.365
Si 23.746 -7.237 -0.124 -0.194 0.062 0.673
Si 25.799 -4.124 -0.038 -0.041 0.295 0.706
Si 28.773 -1.371 0.04 -0.308 0.105 0.7
Si 31.4 1.198 0.111 0.029 0.207 0.646
Si 28.149 4.625 0.061 0.089 -0.05 0.727
Si 31.167 7.047 0.079 0.365 -0.418 0.621
Si 28.857 -7.086 0.12 -0.399 0.411 0.68
Si 30.896 -3.736 -0.136 0.315 -0.331 0.676
Si 33.606 -1.033 0.004 0.171 -0.144 0.802
Si 36.828 0.968 0.033 -0.111 0.248 0.735
Si 34.232 4.319 0.331 -0.071 -0.329 0.611
Si 36.545 7.041 0.401 0.15 -0.174 0.686
Si 34.289 -7.024 0.273 -0.265 0.233 0.652
Si 36.788 -4.082 0.07 -0.221 0.147 0.749
Si 39.166 -1.126 0.016 0.073 -0.123 0.711
Si 41.795 1.68 -0.015 0.177 -0.207 0.738
Si 39.462 3.751 0.222 -0.063 0.206 0.673
Si -23.005 6.609 0.207 -0.207 0.127 0.696
Si 38.793 -6.55 -0.108 0.485 -0.16 0.556
Si -22.857 -4.379 -0.175 -0.172 0.085 0.633
Si -20.045 -1.712 0.058 -0.512 0.551 0.308
Si -17.495 1.673 -0.126 -0.131 -0.308 0.631
Si -20.955 4.257 0.183 0.392 -0.117 0.711
Si -17.399 6.372 0.111 -0.304 0.251 0.759
Si -20.603 -6.627 -0.096 0.069 -0.128 0.595
Si -17.921 -3.965 0.217 0.491 -0.444 0.344
Si -14.521 -1.79 0.045 -0.118 0.09 0.716
Si -11.804 0.974 0.405 0.001 -0.052 0.717
Si -15.119 4.186 0.31 0.26 -0.109 0.748
Si -12.413 6.989 0.08 0.296 -0.241 0.691
Si -14.746 -7.148 0.046 -0.242 0.292 0.729
Si -12.325 12.315 0.078 0.116 -0.229 0.726
Si -9.721 -1.275 0.224 0.206 -0.098 0.769
Si -6.737 1.203 0.448 0.04 -0.024 0.505
Si -8.867 3.445 -0.074 -0.147 0.23 0.702
Si -6.828 7.159 0.272 -0.063 -0.231 0.663
Si -9.087 -7.036 0.136 -0.262 0.041 0.731
Si -6.582 -4.297 0.144 -0.181 0.168 0.79
Si -4.65 -1.069 0.056 0.248 -0.033 0.68
Si -1.855 1.752 0.23 0.019 -0.081 0.758
Si -4.093 3.908 0.098 -0.112 0.195 0.688
Si -1.236 6.578 0.021 -0.107 0.165 0.675
Si -4.413 -6.532 0.232 0.196 -0.018 0.756
Si -1.365 -4.118 0.146 -0.203 0.126 0.692
Si 2.604 -0.017 1.296 0.014 -0.025 -0.044
Si 5.37 2.711 1.1 0.013 0.008 -0.055
Si 2.648 5.39 1.359 -0.014 0.021 -0.033
Si 5.469 8.135 1.254 0.012 0.015 -0.057
Si 2.599 -5.406 1.247 0.008 -0.014 -0.042
Si 5.393 -2.661 1.208 -0.02 0.02 -0.049
Si 8.069 0.034 1.258 -0.019 -0.002 -0.06
Si 10.922 2.79 1.168 0.007 0.009 -0.02
Si 8.101 5.349 1.229 -0.011 -0.019 -0.041
Si 10.878 -8.28 1.113 -0.027 0.001 -0.034
Si 8.202 -5.52 1.116 0.007 -0.007 -0.053
Si 10.951 -2.775 1.169 -0.002 -0.006 -0.05
Si 13.63 0 1.19 -0.002 -0.006 -0.023
Si 16.325 2.756 1.477 -0.005 -0.01 -0.077
Si 13.658 5.374 1.349 0.007 -0.018 -0.075
Si 16.433 -8.128 1.132 0.042 -0.029 -0.064
Si 13.583 -5.574 1.214 -0.026 -0.006 -0.053
Si 16.396 -2.841 1.311 -0.032 0.001 -0.037
Si 19.098 0.029 1.296 0.014 0.005 -0.047
Si 21.846 2.749 1.44 0.018 0 -0.061
Si 19.146 5.428 1.268 -0.008 0.01 -0.029
Si 21.972 -8.113 1.302 0.022 0.018 -0.036
Si 19.206 -5.475 1.587 0.003 -0.016 -0.057
Si 21.904 -2.601 1.439 0.024 0.049 -0.044
Si 24.481 0.085 1.331 -0.021 0.002 -0.059
Si 27.188 2.934 1.43 0.031 -0.009 -0.059
Si 24.538 5.431 1.584 -0.024 -0.022 -0.049
Si 27.298 -8.086 1.547 0.032 0.022 -0.026
Si 24.515 -5.489 1.332 -0.015 -0.019 -0.062
Si 27.153 -2.629 1.23 -0.006 -0.013 -0.037
Si 29.907 0.069 1.492 0.007 0.001 -0.038
Si 32.687 2.792 1.315 0.003 0.007 -0.048
Si 29.922 5.508 1.353 -0.017 -0.008 -0.035
Si 32.663 -8.147 1.49 0.017 -0.031 -0.031
Si 29.894 -5.348 1.295 0.01 0.009 -0.047
Si 32.531 -2.694 1.25 -0.003 0.001 -0.058
Si 35.256 -0.057 1.401 -0.016 -0.019 -0.043
Si 37.952 2.546 1.463 -0.04 -0.015 -0.049
Si 35.481 5.508 1.785 0.042 0.02 -0.002
Si 38.051 -8.023 1.566 0.039 0.023 -0.048
Si 35.324 -5.312 1.441 0.012 -0.004 -0.071
Si 38.036 -2.646 1.394 -0.012 0.006 -0.067
Si 40.745 0.019 1.297 -0.008 0.023 -0.081
Si -21.969 2.685 1.494 -0.033 -0.021 -0.05
Si -24.628 5.421 1.419 0.033 -0.016 -0.066
Si -21.762 -8.126 1.343 -0.006 0.026 -0.047
Si -24.56 -5.527 1.036 -0.042 -0.012 -0.012
Si -21.813 -2.779 1.232 0.005 -0.026 -0.044
Si -18.929 0.129 1.09 0.042 0.002 -0.055
Si -16.306 2.69 1.6 -0.035 -0.021 -0.029
Si -19.121 5.312 1.308 -0.024 -0.025 -0.053
Si -16.336 -8.26 1.367 0.02 -0.009 -0.092
Si -19.082 -5.605 1.384 -0.014 0.002 -0.093
Si -16.145 -2.858 1.347 -0.077 0.04 -0.028
Si -13.534 -0.16 1.46 -0.034 -0.022 -0.055
Si -10.571 2.622 1.445 -0.005 0.045 -0.042
Si -13.439 5.348 1.396 -0.008 -0.011 -0.053
Si -10.778 8.12 1.336 0.006 0.005 -0.051
Si -13.568 10.771 1.337 -0.005 0.009 -0.059
Si -10.863 -2.842 1.506 -0.036 -0.006 -0.064
Si -8.183 -0.153 1.619 -0.019 -0.023 -0.04
Si -5.42 2.7 1.608 0.031 0 -0.036
Si -8.008 5.316 1.245 -0.013 0.019 -0.043
Si -5.46 8.31 1.703 0.005 0.012 -0.049
Si -8.078 -5.468 1.524 -0.008 -0.009 -0.073
Si -5.532 -2.694 1.5 0.007 -0.002 -0.071
Si -2.917 0.001 1.344 -0.003 -0.011 -0.066
Si -0.141 2.822 1.402 0.016 0.035 -0.048
Si -2.825 5.463 1.36 0.006 -0.005 -0.033
Si -0.121 8.218 1.309 0.014 -0.014 0.002
Si -2.805 -5.39 1.469 0.002 0.007 -0.04
Si -0.09 -2.667 1.429 0.014 -0.004 -0.058
Si 1.268 1.383 2.648 0.002 0.008 0.005
Si 4.051 4.007 2.606 0.023 0.005 0.015
Si 1.327 6.874 2.656 -0.041 -0.019 0.025
Si 4.046 9.539 2.552 -0.019 0.012 0.013
Si 1.297 -4.079 2.724 0.016 0.008 0.029
Si 4.024 -1.352 2.654 0.006 0 0.023
Si 6.717 1.404 2.603 -0.017 0.01 0.022
Si 9.551 4.092 2.59 -0.001 -0.003 0.028
Si 6.764 6.725 2.619 0.002 0.002 0.019
Si 9.533 -6.882 2.532 0.021 -0.005 0.031
Si 6.803 -4.106 2.467 0.002 -0.005 -0.007
Si 9.508 -1.396 2.493 0.028 0.008 0.002
Si 12.219 1.34 2.549 -0.001 0.002 0.018
Si 14.959 4.082 2.803 0.005 0.024 0.04
Si 12.254 6.792 2.574 -0.018 -0.001 0.008
Si 15.014 -6.863 2.558 0.034 -0.006 -0.003
Si 12.268 -4.14 2.59 -0.02 -0.007 0.024
Si 15.022 -1.363 2.58 0.002 -0.015 0.007
Si 17.717 1.329 2.69 0.024 -0.001 0.019
Si 20.447 4.115 2.713 -0.014 0.008 0.006
Si 17.749 6.818 2.603 -0.006 0.001 0.045
Si 20.635 -6.821 2.793 0.001 -0.019 0.034
Si 17.71 -4.127 2.774 0.015 0.032 0.022
Si 20.455 -1.286 2.751 -0.011 0.025 0.029
Si 23.17 1.382 2.799 0.006 -0.009 0.036
Si 25.894 4.132 2.938 0.006 0.004 0.04
Si 23.139 6.827 2.797 -0.015 -0.005 0.026
Si 25.884 -6.721 2.796 0.004 0.006 0.023
Si 23.197 -4.085 2.711 0.009 0.013 0.025
Si 25.842 -1.302 2.66 -0.009 0.001 0.018
Si 28.536 1.486 2.734 -0.029 0.01 0.004
Si 31.267 4.099 2.692 0.016 0.001 -0.002
Si 28.663 6.85 2.839 -0.046 -0.028 0.044
Si 31.281 -6.69 2.723 -0.022 -0.001 0.009
Si 28.5 -4.012 2.656 -0.013 -0.011 0.012
Si 31.25 -1.364 2.758 0.026 -0.018 0.033
Si 33.99 1.414 2.738 0.017 0.015 0.002
Si 36.792 4.001 2.91 0.025 -0.016 0.034
Si 33.964 6.851 2.93 -0.006 0.028 0.028
Si 36.652 -6.677 2.857 -0.024 -0.009 0.033
Si 33.89 -3.994 2.708 0.003 0.035 0.012
Si 36.625 -1.383 2.777 0.019 0.008 0.006
Si 39.39 1.273 2.791 0.014 0.014 0.04
Si -23.275 4.08 2.836 -0.032 0.005 0.033
Si -25.868 6.841 2.796 0.004 -0.007 0.032
Si -23.218 -6.784 2.604 -0.011 0.03 0.023
Si -25.813 -4.104 2.574 0.01 -0.037 0.003
Si -23.142 -1.381 2.593 -0.032 -0.018 -0.003
Si -20.38 1.335 2.598 0.074 0.034 -0.02
Si -17.768 4.046 2.799 0.018 0.051 0.032
Si -20.389 6.786 2.676 -0.024 -0.033 -0.011
Si -17.687 -6.912 2.729 0.008 -0.02 -0.002
Si -20.427 -4.109 2.667 0.024 0.042 0.016
Si -17.59 -1.33 2.552 -0.04 -0.032 0.017
Si -14.894 1.251 2.777 0.007 -0.036 0.023
Si -12.057 3.989 2.709 -0.003 -0.013 0.016
Si -14.896 6.721 2.722 -0.014 0.001 0.037
Si -12.158 9.461 2.717 -0.009 -0.004 0.018
Si -14.898 12.1 2.766 0.053 0.009 0.011
Si -12.216 -1.486 2.874 0.012 0.026 0.055
Si -9.418 1.297 2.957 -0.005 -0.024 0.048
Si -6.78 4.101 2.851 -0.025 -0.005 0.003
Si -9.447 6.668 2.657 0.024 0.008 -0.007
Si -6.811 -6.725 3.025 -0.02 0.016 0.039
Si -9.485 12.166 2.844 0.006 0.011 0.003
Si -6.842 -1.468 2.961 -0.008 0.004 0.03
Si -4.089 1.31 2.9 0.027 0.003 0.036
Si -1.455 4.153 2.801 -0.017 0.011 0.041
Si -4.073 6.818 2.821 0.032 -0.019 0.009
Si -1.447 -6.814 2.766 -0.006 -0.017 0.018
Si -4.105 -4.013 2.834 0 -0.007 0.024
Si -1.461 -1.29 2.713 -0.027 0.015 0.022
Si -0.056 0.035 4.061 0.007 0 0.001
Si 2.688 2.69 4.006 0.001 0.008 -0.003
Si -0.022 5.514 4.074 0.011 -0.004 -0.012
Si 2.721 8.194 3.998 0.001 0.01 0.014
Si -0.036 -5.457 4.087 0.018 0.005 -0.004
Si 2.69 -2.719 4.04 0.006 0.005 0.007
Si 5.393 0.022 3.989 -0.007 -0.001 0.003
Si 8.146 2.733 3.941 -0.022 0 -0.01
Si 5.392 5.394 3.983 -0.007 0.008 -0.003
Si 8.155 -8.204 3.935 0.006 0.023 -0.009
Si 5.426 -5.419 3.898 -0.005 -0.008 0.021
Si 8.151 -2.753 3.876 -0.003 0.005 0.008
Si 10.845 -0.021 3.9 0.004 0.002 0.003
Si 13.563 2.659 4.014 -0.011 -0.02 0.002
Si 10.884 5.455 3.963 0.005 -0.016 -0.003
Si 13.629 -8.18 3.942 -0.01 0.011 0.01
Si 10.869 -5.488 3.925 -0.007 -0.009 -0.004
Si 13.63 -2.737 3.93 -0.008 0.003 -0.011
Si 16.343 -0.031 4.018 -0.011 -0.024 0.005
Si 19.071 2.728 4.036 -0.004 -0.005 -0.002
Si 16.371 5.495 4.034 -0.008 0.027 -0.016
Si 19.132 -8.189 4.023 -0.011 -0.013 -0.028
Si 16.309 -5.502 4.021 -0.008 -0.012 0.01
Si 19.08 -2.702 4.064 0.004 0.009 -0.004
Si 21.794 0.039 4.14 -0.004 -0.018 -0.006
Si 24.511 2.726 4.186 -0.007 0 0.005
Si 21.774 5.455 4.119 0.015 -0.009 0.006
Si 24.526 -8.123 4.122 -0.005 0.021 -0.025
Si 21.864 -5.39 4.143 0.002 0.001 0.025
Si 24.544 -2.698 4.06 0 -0.003 -0.018
Si 27.186 0.062 4.055 0.001 0 -0.011
Si 29.931 2.77 4.11 0.023 0.023 0.002
Si 27.279 5.513 4.203 0.019 0.005 -0.006
Si 29.972 -8.063 4.145 -0.006 0.013 -0.007
Si 27.227 -5.356 4.122 0.022 0.008 0.022
Si 29.871 -2.706 4.085 -0.01 -0.007 0.003
Si 32.632 0.021 4.086 0.017 -0.022 -0.017
Si 35.329 2.706 4.182 -0.031 -0.012 -0.011
Si 32.577 5.44 4.154 -0.023 -0.003 0.001
Si 35.327 -8.077 4.209 -0.005 0.01 0.021
Si 32.605 -5.368 4.116 0.006 -0.011 -0.001
Si 35.279 -2.717 4.121 0.015 -0.018 0.017
Si 38.015 -0.051 4.134 0.003 0.008 -0.006
Si -24.574 2.679 4.162 -0.017 0.013 -0.004
Si -27.174 5.449 4.182 0.001 0.011 0.005
Si -24.471 -8.131 4.086 0.021 0.007 0.017
Si -27.171 -5.358 4.09 0.017 0.004 -0.009
Si -24.488 -2.742 3.986 -0.01 -0.002 -0.005
Si -21.739 -0.048 3.962 -0.01 0.007 0.011
Si -19.1 2.655 4.093 -0.017 -0.003 0.014
Si -21.789 5.445 4.062 0.002 -0.005 -0.028
Si -19.052 -8.227 4.094 0.006 -0.019 0.019
Si -21.828 -5.443 4.003 -0.016 -0.035 -0.007
Si -19.002 -2.705 3.944 0.039 0.003 0.028
Si -16.305 -0.073 4.085 0.018 -0.003 -0.005
Si -13.503 2.657 4.058 0.009 0.006 0.024
Si -16.315 5.404 4.081 -0.005 -0.008 -0.017
Si -13.551 8.106 4.074 -0.009 0.006 -0.006
Si -16.322 10.79 4.077 -0.005 0.002 0.027
Si -13.589 -2.844 4.176 -0.012 0 -0.002
Si -10.867 -0.067 4.209 -0.01 -0.008 -0.024
Si -8.08 2.705 4.242 0.001 -0.009 -0.013
Si -10.799 5.389 4.11 0.017 -0.004 -0.011
Si -8.177 8.07 4.152 -0.017 -0.024 -0.049
Si -10.86 10.799 4.154 -0.033 -0.003 0.009
Si -8.182 -2.817 4.275 -0.014 0.005 0.008
Si -5.457 -0.047 4.237 0.006 0.003 -0.013
Si -2.717 2.716 4.186 0.035 -0.008 -0.01
Si -5.414 5.446 4.187 0.017 -0.012 0.01
Si -2.724 8.154 4.183 -0.006 0.033 0.024
Si -5.408 -5.369 4.271 0.009 0.017 -0.008
Si -2.718 -2.68 4.154 -0.004 -0.002 -0.009
Si 1.412 -1.389 16.437 -0.018 0.002 0.009
Si 4.11 1.343 16.353 -0.003 -0.023 0.005
Si 1.375 4.004 16.395 -0.015 -0.009 0.01
Si 4.127 6.835 16.342 0.01 0.004 0.01
Si 1.429 -6.83 16.411 -0.003 0.01 0.009
Si 4.144 -4.066 16.371 0.004 -0.01 -0.005
Si 6.832 -1.341 16.329 0.009 -0.016 0.013
Si 9.494 1.394 16.175 0.01 -0.007 -0.005
Si 6.827 4.115 16.296 0.013 -0.024 0.01
Si 9.529 -9.446 16.166 0 -0.01 -0.014
Si 6.834 -6.736 16.29 0.016 -0.006 0.003
Si 9.545 -4.016 16.241 0.012 -0.011 -0.01
Si 12.239 -1.329 16.135 0 0.004 -0.017
Si 14.979 1.371 16.169 0.005 0.01 -0.023
Si 12.242 4.139 16.087 -0.003 0.007 -0.022
Si 14.975 -9.475 16.159 0.013 0.023 -0.022
Si 12.286 -6.727 16.192 0.014 -0.009 -0.007
Si 14.974 -4.062 16.155 -0.02 0.008 -0.012
Si 17.694 -1.361 16.266 -0.011 0.018 -0.007
Si 20.383 1.358 16.289 -0.002 0 -0.013
Si 17.692 4.09 16.248 0.011 0.01 -0.001
Si 20.371 -9.521 16.35 -0.016 0.015 -0.003
Si 17.665 -6.826 16.256 -0.014 0.01 0
Si 20.388 -4.088 16.282 -0.007 0.014 0
Si 23.111 -1.343 16.359 0.001 0.005 -0.004
Si 25.799 1.395 16.379 0.002 -0.012 -0.005
Si 23.074 4.08 16.371 -0.009 -0.007 0.005
Si 25.854 -9.513 16.366 0.006 -0.002 -0.009
Si 23.091 -6.797 16.376 -0.001 -0.011 0.012
Si 25.814 -4.071 16.38 0.001 0.005 -0.008
Si 28.535 -1.345 16.36 -0.005 0.002 -0.01
Si 31.251 1.393 16.397 0.019 -0.004 -0.005
Si 28.55 4.101 16.428 -0.003 -0.003 0.006
Si 31.263 -9.476 16.387 0.001 0.008 0.003
Si 28.53 -6.797 16.379 -0.004 -0.001 -0.007
Si 31.287 -4.046 16.365 0.008 -0.006 -0.005
Si 33.975 -1.34 16.35 0.006 0 -0.01
Si 36.723 1.379 16.303 -0.006 -0.01 -0.002
Si 33.998 4.106 16.32 -0.002 0 -0.007
Si 36.7 -9.504 16.325 -0.002 -0.006 -0.011
Si 33.989 -6.786 16.377 -0.008 0.002 -0.007
Si 36.7 -4.089 16.332 0.013 -0.01 0
Si 39.423 -1.377 16.294 -0.019 0 -0.004
Si -23.143 1.364 16.242 -0.003 0.001 -0.011
Si -25.86 4.083 16.286 -0.003 -0.004 -0.004
Si -23.136 -9.487 16.257 0.014 -0.007 0
Si -25.85 -6.792 16.267 0.007 -0.011 -0.011
Si -23.121 -4.068 16.292 0.008 0 -0.001
Si -20.403 -1.356 16.239 0.004 0.003 -0.018
Si -17.723 1.328 16.22 -0.017 0.013 -0.011
Si -20.446 4.079 16.174 0.003 -0.007 -0.022
Si -17.693 -9.515 16.245 0.016 0.001 -0.003
Si -20.428 -6.792 16.289 0.003 -0.005 0
Si -17.701 -4.065 16.243 0.01 0.012 -0.012
Si -14.996 -1.392 16.242 0.003 0 -0.014
Si -12.208 1.334 16.331 -0.002 0.024 -0.021
Si -14.963 4.072 16.254 -0.001 0.005 -0.011
Si -12.188 6.78 16.254 0.001 0.01 -0.01
Si -14.975 9.533 16.212 0.012 0.011 -0.015
Si -12.248 -4.18 16.29 -0.002 0 -0.011
Si -9.462 -1.439 16.37 0.003 0.009 0
Si -6.714 1.297 16.415 0.016 0 -0.005
Si -9.492 4.033 16.362 -0.005 0.006 -0.001
Si -6.824 6.699 16.432 -0.014 -0.011 -0.009
Si -9.537 9.399 16.388 -0.01 -0.018 -0.001
Si -6.763 -4.153 16.432 -0.003 0.023 0.002
Si -4.037 -1.448 16.461 -0.005 0.006 -0.001
Si -1.35 1.27 16.437 -0.001 -0.008 -0.009
Si -4.109 3.971 16.476 -0.04 -0.012 0.005
Si -1.347 6.727 16.434 -0.001 -0.011 0.001
Si -4.089 9.42 16.423 -0.014 -0.023 0.007
Si -1.276 -4.09 16.411 0.001 0.015 -0.005
Si 2.782 -0.005 17.785 0.025 0.003 -0.014
Si 5.481 2.725 17.671 0.009 0.029 -0.021
Si 2.776 5.414 17.658 -0.024 -0.017 -0.012
Si 5.502 8.234 17.692 -0.011 0.015 -0.006
Si 2.851 -5.475 17.755 -0.003 -0.03 -0.042
Si 5.482 -2.679 17.748 -0.008 0.006 0.019
Si 8.205 0.066 17.639 -0.001 0.017 0.009
Si 10.896 2.784 17.411 0.003 0.028 -0.004
Si 8.203 5.556 17.574 -0.008 0.014 0.016
Si 10.927 -8.111 17.494 0.016 0.022 -0.01
Si 8.191 -5.339 17.629 -0.022 0.015 0.012
Si 10.902 -2.611 17.562 0.008 0.004 -0.003
Si 13.631 -0.023 17.473 -0.027 -0.004 0.012
Si 16.317 2.72 17.549 -0.003 -0.027 0.021
Si 13.553 5.526 17.438 -0.035 -0.018 -0.017
Si 16.293 -8.183 17.611 -0.017 -0.027 0.039
Si 13.623 -5.334 17.561 -0.001 -0.012 0.019
Si 16.321 -2.765 17.558 0.012 -0.011 -0.02
Si 19.055 -0.016 17.65 -0.008 -0.018 0.017
Si 21.649 2.732 17.713 -0.002 0.021 -0.018
Si 19.004 5.42 17.7 -0.014 -0.017 -0.006
Si 21.711 -8.157 17.736 0.003 -0.002 0.016
Si 19.034 -5.477 17.608 0.02 -0.032 0.002
Si 21.743 -2.75 17.662 0.008 0.004 -0.007
Si 24.427 0.056 17.749 0.003 -0.004 0.012
Si 27.178 2.709 17.769 -0.004 0.012 0.007
Si 24.497 5.425 17.685 -0.005 0 -0.002
Si 27.196 -8.171 17.776 0.015 -0.013 -0.002
Si 24.473 -5.456 17.746 0.007 -0.003 -0.013
Si 27.155 -2.673 17.725 0.013 0.002 0.002
Si 29.893 -0.011 17.738 -0.002 -0.007 -0.017
Si 32.626 2.803 17.703 -0.012 -0.006 0.013
Si 29.894 5.518 17.773 0.006 0.005 -0.017
Si 32.652 -8.151 17.761 -0.007 0.002 0.02
Si 29.912 -5.417 17.68 0 0.006 -0.007
Si 32.628 -2.679 17.753 -0.005 0.003 0.009
Si 35.378 0.014 17.654 0.003 0.006 0.01
Si 38.066 2.738 17.677 -0.003 0.018 0
Si 35.365 5.431 17.693 0.006 0.012 -0.001
Si 38.057 -8.11 17.641 -0.006 -0.012 0.018
Si 35.332 -5.41 17.735 0.002 -0.009 0.006
Si 38.102 -2.769 17.671 -0.008 -0.008 0.015
Si 40.767 0.026 17.606 0.021 -0.003 -0.003
Si -21.74 2.705 17.555 0.005 0.005 0.019
Si -24.494 5.469 17.592 -0.011 0.014 0.011
Si -21.794 -8.147 17.663 -0.009 0.003 -0.004
Si -24.475 -5.461 17.622 -0.01 0.008 -0.012
Si -21.769 -2.659 17.617 0 -0.012 -0.003
Si -19.036 -0.04 17.621 -0.018 -0.005 0.011
Si -16.398 2.729 17.532 0.03 -0.013 -0.008
Si -19.152 5.478 17.52 -0.021 0.002 -0.018
Si -16.309 -8.13 17.558 -0.013 -0.01 0.011
Si -19.064 -5.393 17.6 -0.024 -0.003 0.018
Si -16.35 -2.724 17.626 -0.014 0.006 0.007
Si -13.653 -0.022 17.577 -0.009 -0.002 0.002
Si -10.829 2.678 17.718 0.011 -0.014 0.022
Si -13.544 5.432 17.555 0.004 -0.005 -0.024
Si -10.897 8.029 17.776 0.021 -0.02 0.036
Si -13.654 10.825 17.651 0.002 -0.007 0.011
Si -10.852 -2.863 17.625 0.003 -0.002 -0.014
Si -8.036 -0.11 17.725 0.019 -0.034 -0.015
Si -5.436 2.6 17.931 0.009 0.002 0.008
Si -8.184 5.34 17.826 0.021 0.008 0.007
Si -5.487 8.049 17.805 0.018 0.023 0.008
Si -8.158 -5.564 17.712 0.013 -0.008 -0.03
Si -5.398 -2.813 17.845 0.002 -0.009 0.003
Si -2.671 -0.115 17.851 0.01 -0.008 -0.008
Si -0.003 2.629 17.791 0.019 -0.001 -0.005
Si -2.754 5.359 17.789 0.005 0.003 -0.014
Si 0.043 -8.213 17.756 0.002 0.012 0.008
Si -2.682 -5.487 17.668 0.003 -0.009 -0.051
Si 0.089 -2.765 17.849 0.007 -0.002 0.014
Si 1.373 1.284 19.169 -0.004 -0.003 -0.015
Si 4.136 4.09 19.03 -0.011 0.002 -0.022
Si 1.43 6.707 19.061 -0.019 -0.009 -0.001
Si 4.237 -6.756 19.192 0.016 0.03 0
Si 1.543 -4.141 19.145 -0.006 -0.004 -0.026
Si 4.166 -1.317 19.193 0.01 0.013 -0.001
Si 6.864 1.41 19.041 -0.022 -0.001 0.014
Si 9.668 4.21 18.791 0.037 0.013 -0.037
Si 6.885 6.904 19.018 0.028 -0.025 0.005
Si 9.667 -6.687 18.837 0.026 -0.003 -0.017
Si 6.89 -3.99 19.102 -0.016 -0.009 -0.023
Si 9.612 -1.244 18.993 0.02 0 -0.011
Si 12.231 1.379 18.693 -0.012 -0.005 -0.062
Si 14.873 4.146 18.732 0.019 -0.01 -0.037
Si 12.253 -9.46 18.874 0.004 0.003 -0.003
Si 14.909 -6.775 18.895 0.001 0.023 -0.056
Si 12.338 -3.86 18.91 0.014 0.022 -0.041
Si 14.972 -1.383 18.862 -0.009 -0.02 -0.014
Si 17.671 1.372 18.951 0.008 0.004 -0.031
Si 20.296 4.052 19.148 -0.015 -0.021 0.018
Si 17.6 -9.571 19.038 -0.014 -0.002 -0.014
Si 20.321 -6.778 19.093 0.021 -0.004 -0.015
Si 17.626 -4.177 18.929 -0.03 0.001 0.015
Si 20.382 -1.432 19.034 -0.02 0.019 -0.024
Si 22.984 1.394 19.087 0.002 -0.019 -0.014
Si 25.817 4.087 19.115 0.015 0.002 -0.003
Si 23.131 -9.554 19.016 -0.016 0.013 -0.026
Si 25.814 -6.838 19.129 -0.005 0.005 0.003
Si 23.093 -4.082 19.059 -0.011 0.022 -0.003
Si 25.817 -1.282 19.105 0.009 -0.014 -0.022
Si 28.527 1.303 19.117 -0.045 0.01 -0.008
Si 31.309 4.207 19.097 0.045 0.01 -0.035
Si 28.54 -9.489 19.219 0.003 -0.001 -0.003
Si 31.262 -6.749 19.063 -0.011 0.008 -0.021
Si 28.548 -4.059 19.019 -0.007 0.017 -0.025
Si 31.244 -1.343 19.133 0.003 -0.01 -0.002
Si 34.015 1.406 18.973 0.023 -0.003 -0.039
Si 36.72 4.084 19.074 0.002 -0.005 -0.012
Si 34.045 -9.552 19.093 -0.022 0.004 -0.014
Si 36.73 -6.763 19.06 -0.007 -0.001 -0.013
Si 33.997 -4.021 19.12 0.016 -0.011 -0.013
Si 36.736 -1.389 18.983 -0.021 0.007 -0.041
Si 39.43 1.362 18.999 -0.007 -0.019 -0.016
Si -23.068 4.11 18.863 0.004 0.018 -0.036
Si 39.405 -9.5 18.949 0.007 -0.026 -0.031
Si -23.149 -6.781 19.032 0.007 -0.009 -0.011
Si 39.483 -4.149 19.025 -0.012 0.002 -0.02
Si 42.129 -1.297 18.963 0 0 -0.018
Si -20.439 1.3 18.936 -0.016 -0.002 -0.014
Si -17.844 4.083 18.804 -0.014 -0.04 -0.017
Si -20.429 -9.518 18.996 0.005 -0.018 -0.018
Si -17.697 -6.785 18.899 -0.001 0.02 -0.037
Si -20.381 -3.977 18.965 0.015 0.004 -0.033
Si -17.639 -1.337 19.026 0.007 0.024 -0.004
Si -15.018 1.414 18.874 -0.008 -0.023 -0.046
Si -12.221 4.122 18.98 -0.002 0.061 -0.012
Si -14.878 -9.481 18.844 0.027 0.026 -0.029
Si -12.354 9.411 19.02 -0.035 -0.006 -0.031
Si -15.036 -4.112 18.984 0.031 -0.03 -0.028
Si -12.302 -1.49 18.816 -0.025 -0.014 -0.045
Si -9.386 1.279 19.005 0.024 0.025 -0.033
Si -6.896 3.962 19.27 -0.011 -0.008 -0.028
Si -9.573 6.638 19.242 -0.019 0.009 -0.025
Si -6.899 9.388 19.157 -0.034 0.004 -0.006
Si -9.532 -4.238 19.045 0.004 -0.013 -0.021
Si -6.749 -1.436 19.227 -0.006 0.037 0.007
Si -4.034 1.175 19.282 -0.019 0.004 -0.012
Si -1.421 3.964 19.13 -0.026 -0.009 -0.026
Si -4.15 6.673 19.177 -0.03 -0.017 -0.013
Si -1.356 -6.802 19.041 0.023 0.015 -0.025
Si -4.021 -4.262 19.129 0.003 0.004 0.004
Si -1.32 -1.473 19.265 -0.017 0.008 0.007
Si 0.106 -0.144 20.648 0.033 -0.008 0.029
Si 2.674 2.839 20.394 -0.04 0.055 0.034
Si -0.076 5.405 20.376 0.01 0.024 0.022
Si 2.876 8.032 20.398 0.016 -0.015 0.055
Si 0.138 -5.563 20.393 0.008 0.009 0.061
Si 2.903 -2.799 20.586 0.018 -0.007 0.02
Si 5.537 0.126 20.548 -0.02 -0.024 0.025
Si 8.331 2.889 20.119 -0.007 -0.019 0.026
Si 5.545 5.434 20.353 0.021 -0.007 0.04
Si 8.398 8.303 20.244 -0.021 -0.037 0.007
Si 5.666 -5.38 20.616 -0.015 -0.005 0.047
Si 8.221 -2.486 20.401 -0.032 -0.005 0.023
Si 11.033 0.152 20.249 0.022 -0.013 0.084
Si 13.576 2.712 19.986 0.013 -0.009 0.064
Si 11.042 5.449 20.273 0.016 -0.045 0.066
Si 13.443 -8.006 20.25 -0.002 0.03 0.067
Si 10.938 -5.202 20.15 -0.024 -0.004 0.063
Si 13.684 -2.575 20.406 -0.013 -0.015 0.05
Si 16.334 -0.087 20.206 0.012 -0.012 0.039
Si 18.828 2.725 20.512 0.008 0.014 0.087
Si 16.041 5.415 20.26 0.027 0.066 0.06
Si 18.944 -8.199 20.432 0.003 -0.005 0.003
Si 16.318 -5.558 20.311 0.011 -0.025 0.047
Si 18.973 -2.872 20.289 0.027 0.031 0.068
Si 21.665 -0.035 20.455 0.05 -0.019 0.037
Si 24.354 2.774 20.425 0.003 0.01 0.042
Si 21.808 5.392 20.387 0.046 -0.02 0.043
Si 24.435 -8.227 20.469 0.006 -0.017 0.036
Si 21.769 -5.434 20.45 -0.009 -0.056 0.034
Si 24.396 -2.657 20.396 0 0.012 0.043
Si 27.176 0.016 20.597 0.001 -0.001 0.054
Si 29.932 2.742 20.296 0.007 0.013 0.045
Si 27.142 5.426 20.563 -0.003 0.002 0.044
Si 29.956 -8.076 20.522 0.004 -0.017 0.042
Si 27.217 -5.433 20.383 0.026 0.001 0.039
Si 29.85 -2.726 20.47 0.003 -0.012 0.053
Si 32.668 0.08 20.354 0.015 -0.001 0.05
Si 35.366 2.695 20.411 -0.018 -0.002 0.054
Si 32.699 5.501 20.57 -0.028 -0.006 0.009
Si 35.437 -8.193 20.409 0.015 0.01 0.05
Si 32.581 -5.353 20.438 -0.021 0.003 0.052
Si 35.399 -2.667 20.459 0.026 0.012 0.039
Si 38.116 -0.065 20.334 0.005 -0.026 0.057
Si 40.854 2.782 20.197 -0.001 0.009 0.028
Si 38.088 5.48 20.383 0.015 0.019 0.048
Si 40.722 -8.155 20.344 0.001 0.001 0.062
Si 38.098 -5.433 20.455 0.012 0.022 0.032
Si 40.856 -2.733 20.299 -0.015 -0.005 0.065
Si 43.434 0.056 20.377 -0.008 0.053 0.029
Si -19.106 2.695 20.238 0.002 0.023 0.052
Si -21.788 5.425 20.341 -0.004 -0.007 0.044
Si -19.057 -8.106 20.276 -0.008 -0.015 0.036
Si -21.772 -5.337 20.285 0.004 0.003 0.054
Si -18.998 -2.653 20.405 0.011 -0.027 0.043
Si -16.289 0.096 20.336 -0.03 -0.022 0.091
Si -13.703 2.842 20.188 -0.03 0.017 0.064
Si -16.433 5.543 19.91 -0.013 0.047 0.018
Si -13.649 -8.262 20.465 0.01 -0.007 0.05
Si -16.378 -5.477 20.338 0.01 0.006 0.068
Si -13.653 -2.758 20.276 -0.005 -0.023 0.063
Si -10.892 -0.121 20.036 -0.005 0.013 0.038
Si -8.222 2.515 20.67 0.011 0.01 0.071
Si -10.96 5.25 20.639 0.028 -0.012 0.063
Si -8.301 8.092 20.61 -0.025 -0.002 0.041
Si -11.001 -5.571 20.343 0.002 -0.018 0.064
Si -8.207 -2.869 20.429 0.015 -0.018 0.054
Si -5.315 -0.219 20.752 0.022 -0.01 0.048
Si -2.689 2.591 20.624 -0.01 0.001 0.058
Si -5.538 5.333 20.636 0.022 -0.005 0.039
Si -2.815 -8.104 20.356 -0.034 0.025 0.034
Si -5.457 -5.606 20.453 0.018 -0.015 0.017
Si -2.622 -3.024 20.568 0.056 -0.002 0.056
Si 1.215 -1.876 21.932 0.136 0.303 -0.67
Si 4.006 1.508 21.71 0.14 -0.084 -0.675
Si 1.083 3.974 21.778 0.236 0.159 -0.721
Si 4.322 6.793 21.796 -0.228 -0.088 -0.736
Si 1.204 -7.251 21.604 0.197 0.251 -0.683
Si 4.644 -3.71 21.977 -0.176 -0.199 -0.707
Si 6.806 -1.344 21.94 0.136 0.245 -0.643
Si 9.867 1.789 21.437 0.017 -0.119 -0.712
Si 7.318 4.449 21.506 -0.247 -0.197 -0.77
Si 9.519 6.699 21.523 0.263 0.108 -0.644
Si 7.531 -6.401 21.691 -0.345 -0.122 -0.737
Si 9.523 -3.992 21.564 0.154 0.173 -0.693
Si 12.727 -0.735 21.634 -0.032 -0.204 -0.763
Si 14.939 1.392 21.297 0.013 -0.059 -0.508
Si 12.198 3.777 21.51 0.002 0.242 -0.732
Si 14.878 -9.264 21.54 -0.091 -0.209 -0.725
Si 12.353 -6.337 21.569 -0.113 -0.266 -0.695
Si 14.792 -4.336 21.557 0.124 0.242 -0.815
Si 17.778 -1.353 21.576 -0.298 -0.218 -0.755
Si 19.926 0.967 21.671 0.213 0.345 -0.764
Si 16.941 3.754 21.644 0.16 0.005 -0.63
Si 20.645 -9.331 21.574 -0.112 -0.004 -0.679
Si 17.265 -7.216 21.772 0.259 0.285 -0.761
Si 20.31 -4.143 21.745 0.054 0.012 -0.738
Si 23.305 -1.088 21.807 -0.319 -0.272 -0.77
Si 25.461 1.213 21.726 0.321 0.131 -0.697
Si 23.306 4.301 21.904 -0.155 -0.092 -0.685
Si 25.525 -9.759 21.896 0.184 0.065 -0.669
Si 22.837 -7.098 21.764 0.133 0.219 -0.738
Si 25.963 -3.893 21.586 -0.134 -0.069 -0.724
Si 28.222 -1.733 21.855 0.168 0.342 -0.706
Si 31.554 1.712 21.6 -0.002 -0.086 -0.68
Si 28.664 4.053 21.729 -0.242 -0.091 -0.731
Si 31.673 -9.075 21.825 -0.226 -0.285 -0.776
Si 28.772 -6.483 21.81 -0.056 -0.197 -0.71
Si 30.98 -4.258 21.841 0.222 0.094 -0.732
Si 34.205 -1.047 21.693 -0.043 -0.216 -0.705
Si 36.508 1.025 21.613 0.029 0.183 -0.815
Si 33.857 3.842 21.82 0.171 0.201 -0.666
Si 36.972 -9.346 21.826 -0.188 -0.134 -0.683
Si 33.89 -6.907 21.571 0.076 0.151 -0.752
Si 37.06 -3.755 21.755 -0.194 -0.142 -0.743
Si 39.336 -1.605 21.644 0.068 0.163 -0.728
Si 42.272 1.695 21.677 -0.073 -0.278 -0.674
Si 39.753 4.313 21.529 -0.208 0.008 -0.748
Si 41.858 -9.755 21.593 0.193 0.073 -0.785
Si 39.166 -7.083 21.759 0.055 0.09 -0.706
Si 42.495 -3.725 21.659 -0.194 -0.199 -0.723
Si 44.695 -1.444 21.655 0.19 0.186 -0.621
Si -17.425 1.756 21.573 -0.176 -0.294 -0.679
Si -20.68 3.763 21.591 0.089 0.179 -0.747
Si -17.401 -9.286 21.403 -0.153 0.072 -0.694
Si -20.198 -6.485 21.516 -0.038 -0.147 -0.72
Si -17.933 -4.34 21.68 0.114 0.202 -0.758
Si -14.516 -0.944 21.464 -0.27 -0.168 -0.773
Si -12.29 1.303 21.179 0.018 0.087 -0.482
Si -15.34 4.132 21.313 0.314 0.009 -0.612
Si -12.151 6.877 21.922 -0.127 -0.169 -0.708
Si -15.27 -7.054 21.685 0.227 0.108 -0.705
Si -12.172 -3.99 21.605 -0.249 -0.169 -0.695
Si -9.976 -1.716 21.456 0.203 0.128 -0.697
Si -6.51 1.45 21.995 -0.109 -0.221 -0.72
Si -10.096 3.364 21.936 0.193 0.235 -0.73
Si -6.749 6.93 21.952 -0.18 -0.253 -0.618
Si -10.014 9.233 21.841 0.178 0.005 -0.744
Si -6.637 -4.087 21.735 -0.239 -0.045 -0.626
Si -4.197 -2.059 21.994 0.164 0.369 -0.54
Si -0.973 1.532 21.919 -0.261 -0.202 -0.622
Si -4.312 3.753 21.915 0.113 0.143 -0.742
Si -1.263 7.044 21.549 -0.052 -0.216 -0.6
Si -4.424 -7.202 21.855 0.182 0.281 -0.715
Si -0.981 -4.175 21.882 -0.22 -0.133 -0.671
Si 3.917 -3.973 25.023 0.047 0.028 -0.108
Si 13.952 -0.79 -5.56 -0.072 -0.071 -0.002
Si 2.291 4.719 -6.758 -0.001 0.05 -0.104
Si 1.208 -7.561 24.438 0.066 -0.116 0.005
Si -1.631 -1.808 -4.38 -0.074 -0.054 0.015
Si -0.394 1.122 24.775 -0.162 -0.141 -0.215
Si 5.994 4.254 26.262 0.095 0.043 -0.011
Si 15.608 5.458 25.885 0.008 0.07 -0.061
Si 4.438 6.019 -5.143 -0.017 -0.116 0.14
Si 5.193 5.04 -2.267 0.05 0.074 0.072
Si 8.717 -5.795 26.157 0 -0.056 0.027
Si 9.54 1.424 -6.698 0.084 0.248 -0.13
Si 16.704 -3.237 23.835 0.079 -0.102 -0.183
Si 18.501 1.53 -6.461 -0.133 -0.093 -0.113
Si 7.897 6.348 25.761 0.018 0.166 -0.139
Si 15.312 -5.602 -7.111 -0.146 0.06 0.013
Si 11.068 -6.615 24.5 0.088 0.058 -0.159
Si 9.943 0.732 -2.817 -0.042 -0.121 0.142
Si 22.062 3.705 24.751 0.07 -0.023 -0.248
Si 20.4 -1.547 -4.026 0.02 0.06 -0.034
Si 20.266 6.063 24.426 -0.029 -0.073 -0.073
Si -32.147 -6.175 -5.11 0.036 0.084 0.018
Si 15.599 4.565 -4.903 -0.14 -0.05 0.012
Si 27.672 3.425 -6.558 0.05 -0.046 -0.012
Si -29.547 5.431 -6.268 0.025 0.024 -0.017
Si 30.319 3.872 25.96 0.03 -0.184 -0.057
Si 25.8 -6.896 -4.116 -0.003 -0.045 0.079
Si 25.828 -4.662 26.175 -0.068 0.079 -0.099
Si 24.091 -5.206 23.784 0.007 0.014 -0.11
Si 28.624 -0.451 24.584 -0.09 -0.16 0.033
Si 27.21 -1.829 -6.767 0.021 0.034 -0.037
Si -29.373 4.896 23.993 -0.044 0.065 -0.22
Si 29.901 -2.903 -5.532 -0.017 -0.11 0.021
Si -31.216 -3.391 -4.903 -0.044 -0.124 -0.022
Si 32.383 -1.391 -6.553 0.026 -0.087 -0.079
Si -30.881 -7.414 -2.513 0.008 0.047 -0.04
Si -32.441 -2.808 23.887 -0.047 0.008 -0.066
Si -28.879 0.521 -6.733 0.066 -0.009 0.11
Si -31.898 0.861 26.032 -0.056 0.046 0.127
Si -27.127 2.68 23.671 -0.037 0.069 -0.092
Si -30.146 -5.013 23.763 -0.015 0.076 -0.153
Si -24.478 -1.625 26.255 0.037 -0.023 -0.117
Si -22.783 -1.189 -4.409 -0.121 -0.098 0.049
Si -16.653 -0.851 25.765 -0.061 -0.016 -0.117
Si -27.319 7.194 -5.24 -0.035 -0.026 -0.132
Si -19.208 5.623 23.438 -0.079 0.031 -0.129
Si -24.037 -0.174 23.78 -0.02 0.109 -0.113
Si -20.497 -3.167 25.651 -0.129 0.085 -0.051
Si -14.657 2.507 24.622 -0.109 0 -0.098
Si -14.135 -3.121 -4.559 -0.056 -0.003 -0.012
Si -21.459 7.885 23.515 0.036 -0.078 -0.155
Si -13.132 -7.662 26.046 -0.024 0.003 -0.032
Si -17.729 -3.384 24.562 0.048 -0.04 -0.124
Si -13.7 -5.484 23.97 -0.04 -0.019 -0.155
Si -10.3 0.686 -4.001 0.014 0.05 -0.03
Si -10.033 1.839 -6.75 -0.032 0.033 0.023
Si -14.241 -0.529 24.212 -0.033 -0.02 -0.076
Si -8.638 -5.054 23.846 0.065 0.015 -0.142
Si -18.28 6.563 -7.142 0.037 0.022 0.027
Si -11.663 -0.913 25.631 0.018 0.064 -0.083
Si -7.275 0.842 -6.298 0.006 -0.048 0.115
Si -6.712 -0.269 24.477 -0.219 0.158 -0.16
Si -7.912 6.473 24.945 -0.016 0.064 -0.082
Si -2.578 5.512 23.882 0.006 -0.051 -0.033
Si -5.791 -7.763 -6.696 0 0.072 -0.114
Si -4.031 -6.487 24.912 -0.046 -0.104 -0.108
Si 4.061 -5.278 -2.669 -0.073 0.044 -0.006
Si 2.351 5.795 24.036 -0.067 0.122 -0.1
Si -5.707 5.678 -1.934 0.154 -0.048 0.077
Si -2.502 6.095 -6.695 -0.025 -0.01 -0.051
Si 2.401 -0.1 23.951 0.068 -0.123 -0.002
Si -0.262 7.042 -5.046 -0.024 -0.083 0.091
Si 5.946 2.899 23.704 0.073 -0.108 -0.048
Si 10.674 6.883 24.426 -0.06 0.007 -0.168
Si 1.631 2.474 -5.147 0.065 0.088 0.069
Si 5.791 -6.168 25.851 0.094 0.007 -0.032
Si -0.704 4.116 25.629 -0.051 0.025 -0.001
Si 8.062 0.717 23.862 0.009 -0.109 0.024
Si 8.921 -3.919 -3.026 -0.045 0.038 0.131
Si 9.781 3.379 -4.457 0.184 0.035 -0.195
Si 7.203 2.53 -5.253 0.142 0.082 0.034
Si 11.294 -1.181 -6.789 -0.077 -0.03 -0.235
Si 11.405 -2.549 23.698 0.029 -0.059 -0.038
Si 16.755 -7.841 -3.728 0.134 0.08 0.081
Si 13.311 5.473 23.744 0.001 0.063 -0.163
Si 17.805 4.325 24.383 0.009 0.074 -0.075
Si 21.905 -1.707 -6.557 -0.001 -0.042 0.065
Si 20.964 -4.155 -2.566 -0.097 -0.016 0.062
Si 12.621 -8.104 -3.074 -0.09 0.04 0.174
Si 15.659 1.741 -5.278 0.188 -0.027 -0.016
Si 18.914 2.344 -2.143 0.008 0.056 0.166
Si 22.904 3.4 -5.944 0 -0.108 -0.035
Si 23.073 -6.108 -3.103 0.154 -0.072 0.193
Si 17.135 -7.914 -6.798 0.046 -0.084 0.054
Si 15.339 -2.836 -6.982 -0.02 -0.127 -0.068
Si 19.607 1.916 24.466 0.089 -0.145 -0.039
Si 21.038 5.498 -4.718 0.12 -0.087 0.093
Si -32.17 6.211 -1.824 -0.126 0.081 -0.032
Si 24.765 -2.495 -5.344 0.103 0.094 0.044
Si 27.57 -6.767 -6.637 0.098 -0.001 0.027
Si 22.005 -2.819 23.882 0.037 0.074 -0.056
Si -32.139 3.918 -5.967 0.052 0.034 -0.018
Si 29.819 2.93 -2.023 -0.056 -0.031 0.134
Si 30.989 1.127 24.449 0.001 0.045 -0.039
Si 30.078 -4.271 -2.928 0.118 -0.037 0.019
Si -27.702 -7.102 -2.851 -0.014 -0.026 0.15
Si 21.204 0.77 -5.35 0.125 0.047 0.074
Si -27.277 -1.936 -6.56 -0.09 -0.02 -0.05
Si -28.299 3.784 -4.054 -0.034 -0.036 0.08
Si -28.242 -0.682 -4.177 -0.07 0.029 -0.046
Si -27.17 5.474 -1.843 -0.008 -0.062 0.131
Si -22.833 4.405 -4.142 -0.105 0.108 -0.109
Si -27.012 -4.843 -6.749 0.039 0.007 0.068
Si -25.921 -5.019 -3.958 0.008 -0.038 -0.044
Si -26.476 2.415 -6.974 0.031 -0.053 0.06
Si -21.041 -0.443 24.369 0.101 0.113 -0.04
Si -23.843 -7.307 -4.319 0.026 0.039 -0.085
Si -20.642 5.234 -6.166 0.015 0.009 -0.079
Si -25.214 -6.485 24.673 0.029 0.058 -0.127
Si -20.722 8.107 -7.041 0.096 -0.162 0.071
Si -20.217 2.169 25.991 -0.039 -0.109 -0.098
Si -12.573 2.003 -2.342 -0.039 -0.003 -0.001
Si -19.494 3.25 -2.047 0.139 -0.109 0.031
Si -15.851 -7.317 -2.813 0.063 -0.003 0.067
Si -16.787 4.062 -4.359 0.106 -0.026 0.161
Si -20.499 -3.296 -4.759 -0.023 -0.004 0.028
Si -11.552 -1.93 -5.166 0.022 0.005 0.09
Si -9.742 4.18 25.015 0.032 -0.068 -0.139
Si -12.761 4.311 -3.958 0.017 0.14 -0.055
Si -14.018 5.186 23.786 0.115 0.22 -0.073
Si -14.242 -5.914 -5.174 0.027 0.033 0.021
Si -7.44 -0.137 -3.598 -0.11 -0.075 -0.009
Si -2.201 0.387 -6.606 -0.056 0.044 0.039
Si -1.033 1.652 -2.599 -0.006 0.14 0.016
Si -10.578 6.705 25.969 -0.019 0.125 -0.01
Si -10.233 6.035 -4.524 -0.051 0.008 0.101
Si -7.571 -5.131 -6.633 0.09 0.066 0.025
Si -4.132 -1.614 24.787 0.155 -0.284 -0.026
Si -3.122 2.429 -4.516 0.069 -0.113 0.024
Si -4.359 7.04 -4.392 0.017 0.074 0.125
Si -6.197 2.339 -4.041 0.049 -0.027 -0.005
Si 1.361 -5.129 26.022 0.019 -0.215 -0.078
Si -9.185 -1.977 24.18 0.049 -0.01 -0.181
Si -1.139 -5.831 24.608 0.051 -0.009 -0.175
Si 2.712 -0.205 -4.854 -0.006 -0.047 -0.068
Si 5.553 0.27 -4.754 0.042 -0.011 -0.124
Si 2.453 7.984 -4.648 -0.046 -0.025 0.025
Si 4.098 -1.191 26.249 0.013 0.004 0.072
Si -1.058 -6.45 -3.765 0.008 0.022 -0.062
Si 1.704 -5.313 -4.451 -0.038 -0.07 0.049
Si 0.694 -0.828 -2.927 -0.092 0.079 0.202
Si 6.762 -6.225 -3.09 -0.072 -0.022 0.067
Si 2.486 -7.772 -1.838 -0.068 0.012 0.015
Si 6.314 -8.106 23.731 -0.013 -0.112 0.006
Si 2.82 2.951 -2.186 -0.104 -0.083 0.03
Si 17.772 -0.597 -2.753 0.133 -0.072 -0.089
Si 15.362 0.785 -2.659 -0.071 -0.056 0.131
Si 10.958 5.567 -2.496 0.053 -0.077 0.095
Si 12.64 -0.542 -2.972 0.046 -0.064 0.148
Si 13.257 -5.689 -4.859 0.084 -0.109 0.108
Si 10.783 -3.858 -5.408 -0.101 -0.159 -0.012
Si 7.526 -1.263 -3.05 0.002 0.091 0.151
Si 18.274 -5.655 -2.821 0.044 0.023 0.104
Si 22.159 5.763 -2.058 0.089 -0.016 0.112
Si 14.971 6.475 -2.886 0.061 -0.104 0.107
Si 18.596 3.912 -4.795 -0.038 -0.158 0.152
Si 18.686 -5.665 23.917 -0.053 0.013 -0.021
Si 15.523 -5.246 -2.907 -0.017 0.063 -0.042
Si 24.665 -2.201 -2.187 -0.042 0.006 0.047
Si 27.182 2.245 23.887 -0.05 0.038 -0.072
Si 22.006 -8.001 -5.136 0.229 0.078 -0.186
Si 24.324 6.948 -3.921 -0.04 -0.016 -0.145
Si 13.15 -4.557 24.941 0.069 0.027 -0.168
Si 19.928 -7.624 25.985 -0.056 0.127 0.023
Si 26.968 -0.023 -2.018 0.007 0.039 0.054
Si 32.664 3.545 -3.053 -0.028 -0.078 0.108
Si 27.663 -5.592 -1.998 -0.01 0.032 -0.005
Si 27.46 7.914 23.918 -0.004 0.098 -0.093
Si 27.555 2.064 -3.984 -0.073 0.097 0.025
Si 25.579 4.115 -4.694 0.078 0.04 0.09
Si -29.897 -2.34 -2.232 -0.027 -0.055 0.103
Si -30.133 2.609 -1.924 0.029 -0.042 0.087
Si 29.922 5.948 23.667 0.041 0.019 0.018
Si -26.09 1.525 -4.276 -0.06 0.028 -0.101
Si 30.268 -5.869 -5.441 -0.08 0.093 0.034
Si -29.783 -5.324 -6.647 -0.19 -0.002 0.112
Si -24.576 -2.761 -2.304 0.14 -0.021 0.168
Si -18.723 -2.798 -2.321 -0.093 -0.03 0.153
Si -24.247 6.573 -2.475 0.06 -0.024 0.105
Si -16.429 0.313 -4.949 -0.076 0.057 -0.087
Si -25.278 5.149 -6.012 0.025 0.076 -0.004
Si -25.013 7.928 -6.898 -0.064 -0.101 0.127
Si -23.205 1.501 -3.067 -0.052 -0.017 0.133
Si -18.292 6.072 -2.823 0.041 -0.067 0.119
Si -18.927 2.034 -4.685 -0.001 -0.012 -0.013
Si -19.014 -7.483 -2.768 -0.026 -0.08 0.173
Si -23.316 -4.145 24.71 0.042 0.065 -0.114
Si -21.079 -6.268 -4.607 0.005 0.034 0.062
Si -15.914 -1.592 -2.726 -0.053 -0.185 0.053
Si -15.395 2.325 -2.055 -0.1 -0.032 0.148
Si -14.641 2.842 -5.785 -0.147 0.048 0.059
Si -14.309 6.781 -3.975 -0.045 0.052 0.051
Si -15.088 6.945 -7.096 0.01 0.034 -0.057
Si -15.404 -4.389 26.245 0.099 0.001 0.018
Si -17.534 1.908 24.578 0.017 -0.037 -0.219
Si -3.185 -2.752 -2.138 -0.089 -0.08 0.101
Si -8.254 4.418 -2.776 -0.166 -0.059 0.03
Si -11.735 7.677 -2.665 0.028 -0.041 0.09
Si -10.813 -5.799 -2.045 0.062 0.08 0.111
Si -8.068 -2.648 -2.109 -0.022 -0.078 0.17
Si -3.045 -4.348 -4.652 -0.054 0.041 0.169
Si -0.776 4.048 -4.113 0.162 0.067 0.144
Si 7.443 -7.469 -5.647 0.042 0.087 -0.033
Si -2.733 -7.923 -2.029 0.02 -0.016 0.062
Si -9.642 -4.24 -4.4 0.034 0.067 0.105
Si -5.007 -3.833 -7.073 0.112 0.064 -0.008
Si 1.326 -1.355 5.399 -0.008 -0.003 -0.005
Si 4.043 1.349 5.387 0 -0.011 0.007
Si 1.352 4.093 5.38 -0.012 -0.007 -0.002
Si 4.058 6.792 5.348 -0.005 -0.009 0.007
Si 1.364 9.517 5.417 -0.005 -0.004 -0.004
Si 4.087 -4.087 5.344 -0.004 -0.015 0.008
Si 6.794 -1.377 5.28 0.009 -0.004 0
Si 9.493 1.342 5.292 0.005 -0.003 0.006
Si 6.788 4.072 5.341 0.009 -0.005 -0.005
Si 9.514 6.797 5.332 0.002 0.008 0.006
Si 6.779 -6.807 5.273 -0.003 -0.001 0.003
Si 9.5 -4.105 5.272 0.006 -0.008 0.002
Si 12.232 -1.372 5.273 0.006 -0.01 0.002
Si 14.96 1.331 5.359 -0.006 -0.001 0.009
Si 12.216 4.067 5.336 0.012 0.007 0.01
Si 14.971 6.819 5.365 0.012 -0.001 0.016
Si 12.253 -6.811 5.301 0.002 -0.004 0.001
Si 14.96 -4.092 5.339 0.007 0.018 0.013
Si 17.701 -1.359 5.406 0.007 0.005 0.01
Si 20.419 1.403 5.45 -0.008 0.008 0.01
Si 17.705 4.095 5.385 0.011 0.004 -0.003
Si 20.418 6.799 5.463 -0.02 0.01 0.004
Si 17.724 -6.826 5.361 0.01 0.007 -0.003
Si 20.436 -4.055 5.437 -0.007 0.019 0.016
Si 23.16 -1.36 5.441 -0.008 -0.012 0.002
Si 25.864 1.359 5.504 0.002 0.005 0.002
Si 23.136 4.105 5.484 -0.001 0.012 0.013
Si 25.874 6.856 5.506 0.003 -0.004 0.016
Si 23.193 -6.764 5.495 -0.01 -0.012 0.002
Si 25.874 -4.017 5.482 -0.006 0 0.007
Si 28.542 -1.309 5.432 0.002 0.005 -0.001
Si 31.273 1.379 5.454 -0.016 -0.002 0.008
Si 28.603 4.112 5.519 -0.011 -0.002 0.011
Si 31.272 6.848 5.509 0.004 0.014 0.005
Si 28.571 -6.737 5.482 0.002 -0.002 0.016
Si 31.233 -4.037 5.474 -0.01 -0.009 0.007
Si 33.969 -1.326 5.481 -0.011 0.011 -0.008
Si 36.693 1.337 5.506 0.018 0.009 0.001
Si 33.957 4.087 5.499 -0.007 0.008 0
Si -28.584 6.818 5.492 -0.002 0.001 0.002
Si 33.956 -6.717 5.514 -0.001 -0.007 0.013
Si -28.577 -4.044 5.454 -0.014 -0.018 -0.001
Si -25.856 -1.415 5.412 -0.023 -0.025 0.004
Si -23.109 1.308 5.383 0.004 0.003 -0.005
Si -25.853 4.078 5.538 0.011 -0.003 0.015
Si -23.116 6.819 5.438 -0.01 -0.022 0.007
Si -25.852 -6.774 5.434 0.003 -0.007 0.006
Si -23.145 -4.081 5.391 0.015 0.009 -0.011
Si -20.382 -1.389 5.351 0.034 -0.032 0
Si -17.678 1.311 5.416 -0.009 -0.004 -0.005
Si -20.445 4.052 5.423 0.011 0.016 0
Si -17.669 6.76 5.448 0.005 -0.014 0.017
Si -20.444 -6.814 5.372 -0.012 0.002 -0.004
Si -17.682 12.227 5.363 -0.027 0.045 0.006
Si -14.961 -1.43 5.465 0.013 -0.008 0.007
Si -12.223 1.319 5.512 -0.009 -0.012 0.005
Si -14.923 4.019 5.397 0.008 0.02 -0.01
Si -12.199 6.746 5.447 0 0.01 0.001
Si -14.936 9.454 5.438 0.01 -0.009 0.001
Si -12.21 12.154 5.525 0.012 0.019 0.017
Si -9.516 -1.411 5.577 -0.012 0.01 0.016
Si -6.759 1.335 5.598 -0.011 0.005 0.027
Si -9.484 4.05 5.536 -0.002 0.008 0.011
Si -6.784 6.78 5.539 -0.003 0.002 0.012
Si -9.522 9.431 5.519 0.011 -0.005 0.001
Si -6.79 12.22 5.64 0.017 -0.005 0.014
Si -4.066 -1.379 5.567 -0.001 0 0.004
Si -1.342 1.367 5.509 -0.009 -0.005 0.014
Si -4.073 4.066 5.539 -0.006 -0.003 0.005
Si -1.342 6.813 5.513 0.003 -0.015 0.008
Si -4.063 -6.801 5.549 0.009 -0.002 0.013
Si -1.36 -4.086 5.472 -0.006 -0.007 0.014
Si 2.696 -0.005 6.764 0.001 0.013 0.006
Si 5.424 2.719 6.72 0.002 0.004 0.002
Si 2.712 5.444 6.751 -0.001 0.006 -0.01
Si 5.432 -8.155 6.687 0.003 0.002 0
Si 2.736 -5.435 6.75 -0.003 0.003 0.001
Si 5.444 -2.718 6.693 -0.005 0.013 -0.004
Si 8.141 -0.015 6.667 -0.005 0.008 -0.005
Si 10.844 2.708 6.681 -0.006 0.003 -0.009
Si 8.144 5.444 6.699 -0.003 0.001 0.004
Si 10.884 -8.158 6.677 0.002 0.003 0.001
Si 8.135 -5.446 6.655 0.004 0 -0.006
Si 10.862 -2.729 6.64 0.001 0.002 -0.003
Si 13.581 -0.028 6.689 0.006 -0.007 -0.004
Si 16.321 2.718 6.713 -0.008 -0.005 -0.005
Si 13.598 5.43 6.692 -0.001 -0.002 -0.004
Si 16.34 -8.155 6.731 -0.006 -0.014 -0.009
Si 13.588 -5.441 6.69 -0.001 -0.004 -0.005
Si 16.324 -2.739 6.721 0.006 -0.009 0
Si 19.051 0.015 6.769 -0.007 -0.009 -0.003
Si 21.773 2.744 6.828 -0.001 0.009 -0.011
Si 19.052 5.432 6.789 -0.003 -0.003 -0.002
Si 21.79 -8.14 6.801 0 0.007 -0.006
Si 19.057 -5.444 6.746 -0.001 0.005 -0.007
Si 21.792 -2.704 6.806 -0.005 -0.007 -0.004
Si 24.497 -0.004 6.835 0.011 -0.008 -0.007
Si 27.223 2.738 6.846 0.008 -0.006 0.002
Si 24.503 5.471 6.832 -0.001 -0.008 -0.007
Si 27.219 -8.1 6.856 -0.001 0.012 -0.005
Si 24.53 -5.396 6.847 0.01 -0.003 -0.002
Si 27.216 -2.661 6.84 -0.003 -0.002 -0.005
Si 29.905 0.03 6.815 0.011 -0.007 -0.003
Si 32.61 2.726 6.852 0.012 -0.003 -0.009
Si 29.925 5.487 6.879 -0.003 0.001 -0.009
Si 32.628 -8.117 6.863 -0.001 -0.001 0.006
Si 29.915 -5.399 6.861 -0.004 -0.006 0.004
Si 32.601 -2.682 6.831 0.004 0.006 0.004
Si 35.33 0 6.863 0.009 -0.001 0.002
Si -27.241 2.719 6.852 -0.022 0.016 0.001
Si -29.955 5.458 6.838 -0.002 0.008 0.001
Si -27.207 -8.134 6.814 0.007 -0.001 -0.001
Si -29.928 -5.391 6.842 0.008 -0.012 -0.002
Si -27.221 -2.709 6.822 0.007 -0.002 -0.005
Si -24.487 -0.034 6.752 0.009 -0.008 -0.011
Si -21.791 2.687 6.777 0.001 0.013 -0.003
Si -24.467 5.456 6.822 0.008 -0.006 0.002
Si -21.758 -8.154 6.791 -0.007 -0.007 -0.007
Si -24.492 -5.422 6.786 -0.004 -0.011 -0.002
Si -21.758 -2.73 6.73 -0.006 0.017 0.01
Si -19.048 -0.039 6.761 -0.015 -0.003 0.012
Si -16.301 2.675 6.766 0.011 -0.008 -0.004
Si -19.048 5.394 6.776 0.003 0.001 -0.001
Si -16.308 8.117 6.8 -0.001 -0.002 0.003
Si -19.06 10.868 6.72 0.003 0.009 0
Si -16.333 -2.78 6.794 0.001 -0.014 0.007
Si -13.6 -0.057 6.828 0.001 0.006 -0.001
Si -10.855 2.676 6.868 -0.008 -0.002 -0.011
Si -13.581 5.383 6.787 0 -0.009 -0.005
Si -10.878 8.089 6.871 -0.011 0.004 -0.006
Si -13.597 10.804 6.841 0.001 -0.005 -0.006
Si -10.872 -2.788 6.897 -0.011 0.002 -0.002
Si -8.14 -0.042 6.915 0.002 0.004 -0.01
Si -5.396 2.699 6.927 0.007 -0.01 -0.005
Si -8.125 5.404 6.897 -0.002 -0.014 -0.011
Si -5.423 8.143 6.892 0.001 0.016 -0.003
Si -8.152 10.793 6.902 0.007 -0.001 -0.007
Si -5.412 -2.732 6.949 -0.017 0.007 -0.002
Si -2.689 -0.006 6.882 0.006 0.004 -0.002
Si 0.033 2.74 6.817 0.007 -0.005 -0.005
Si -2.692 5.431 6.868 0.008 0.003 -0.008
Si 0.032 8.171 6.837 0.004 0.006 -0.002
Si -2.688 -5.444 6.879 -0.007 -0.004 -0.006
Si 0.01 -2.722 6.809 0.006 0.008 -0.002
Si 1.374 1.354 8.165 0.005 0.003 -0.004
Si 4.074 4.078 8.107 -0.002 0.001 -0.002
Si 1.377 6.783 8.171 -0.012 -0.004 0.002
Si 4.085 -6.812 8.1 -0.003 -0.007 -0.003
Si 1.382 -4.092 8.15 0.011 -0.004 -0.002
Si 4.079 -1.374 8.092 -0.008 -0.008 -0.004
Si 6.786 1.344 8.061 -0.005 -0.004 -0.002
Si 9.497 4.075 8.057 -0.002 -0.01 0
Si 6.785 6.808 8.065 0.01 0.003 0.001
Si 9.505 -6.794 8.028 0.011 0 -0.002
Si 6.794 -4.087 8.053 0.002 -0.004 -0.005
Si 9.51 -1.368 8.026 -0.002 -0.003 -0.009
Si 12.223 1.355 8.04 0.004 0.005 -0.005
Si 14.959 4.082 8.065 -0.001 0.004 0
Si 12.236 6.8 8.046 0.001 0.002 -0.009
Si 14.965 -6.783 8.062 0.018 0.017 -0.004
Si 12.219 -4.072 8.032 0.005 -0.002 -0.004
Si 14.953 -1.369 8.062 -0.012 0 -0.005
Si 17.679 1.374 8.102 0.012 0.01 -0.004
Si 20.413 4.098 8.168 -0.002 -0.008 0.005
Si 17.684 6.806 8.113 -0.009 -0.009 0.004
Si 20.416 -6.783 8.135 -0.008 -0.008 -0.002
Si 17.692 -4.08 8.094 -0.007 0.006 0.002
Si 20.417 -1.338 8.138 0.009 0.005 -0.003
Si 23.135 1.373 8.174 -0.01 -0.002 -0.006
Si 25.853 4.101 8.192 -0.004 0.003 -0.002
Si 23.138 6.827 8.18 0 -0.001 0
Si 25.864 -6.756 8.22 0.006 0.006 0
Si 23.14 -4.057 8.184 -0.002 0.004 -0.002
Si 25.85 -1.337 8.214 -0.003 -0.002 -0.001
Si 28.566 1.379 8.206 -0.002 0.002 -0.003
Si 31.273 4.104 8.218 -0.003 0.005 0
Si 28.553 6.839 8.221 -0.006 -0.001 -0.003
Si 31.262 -6.769 8.221 -0.015 -0.005 -0.009
Si 28.557 -4.035 8.209 0.013 0.007 -0.001
Si 31.252 -1.326 8.196 -0.006 0 -0.002
Si 33.97 1.371 8.209 -0.001 0.003 0.002
Si -28.603 4.088 8.193 -0.004 -0.014 0
Si 33.984 6.828 8.203 0.007 0.001 0.001
Si -28.576 -6.781 8.177 -0.014 -0.01 -0.001
Si 33.975 -4.039 8.19 0.014 0.004 -0.014
Si -28.575 -1.356 8.195 0.005 0.005 -0.002
Si -25.845 1.335 8.14 0.002 0.013 -0.015
Si -23.125 4.063 8.152 -0.001 0.008 0.001
Si -25.852 6.813 8.164 0.008 -0.001 -0.007
Si -23.134 -6.795 8.136 0.006 0.005 0.001
Si -25.86 -4.082 8.159 -0.015 -0.013 -0.002
Si -23.123 -1.381 8.112 -0.01 -0.004 -0.01
Si -20.406 1.333 8.12 0.019 0 -0.009
Si -17.669 4.042 8.125 -0.003 0.013 -0.005
Si -20.399 6.781 8.127 0.01 0.003 -0.008
Si -17.692 9.509 8.105 0.011 -0.004 -0.015
Si -20.41 -4.096 8.099 0.003 -0.004 0
Si -17.688 -1.395 8.131 -0.008 -0.007 0.001
Si -14.957 1.325 8.159 -0.005 -0.014 -0.003
Si -12.23 4.043 8.189 0.004 -0.008 -0.007
Si -14.944 6.75 8.149 0 0.007 -0.005
Si -12.234 9.462 8.211 -0.015 -0.003 -0.001
Si -14.961 -4.126 8.164 0.006 0.014 -0.009
Si -12.235 -1.401 8.209 0.001 0.001 -0.001
Si -9.503 1.322 8.246 0.007 -0.004 0.004
Si -6.77 4.049 8.263 -0.008 -0.002 0.005
Si -9.498 6.755 8.237 0.008 0.005 -0.001
Si -6.773 9.474 8.27 -0.015 -0.016 0.007
Si -9.497 -4.14 8.246 -0.008 0.004 -0.006
Si -6.775 -1.382 8.287 0.015 0.01 0.005
Si -4.036 1.334 8.265 0.004 0.014 0.009
Si -1.329 4.067 8.213 -0.003 0 0.001
Si -4.05 6.779 8.237 -0.006 -0.014 -0.004
Si -1.326 -6.811 8.223 0.009 0.011 0
Si -4.045 -4.114 8.268 -0.001 -0.007 0
Si -1.33 -1.385 8.216 -0.008 -0.007 -0.005
Si 0.032 -0.011 9.553 0.002 0.017 0
Si 2.729 2.723 9.511 -0.007 -0.012 0.001
Si 0.024 5.432 9.566 0.005 0.003 -0.002
Si 2.737 -8.161 9.507 0.002 -0.007 0
Si 0.039 -5.445 9.558 -0.006 0 -0.002
Si 2.739 -2.724 9.497 0.003 0.001 -0.001
Si 5.428 0.001 9.451 0.003 0.01 -0.002
Si 8.135 2.72 9.425 0.001 0.006 -0.002
Si 5.429 5.453 9.454 -0.007 0.004 -0.001
Si 8.15 -8.143 9.415 -0.003 0.004 0
Si 5.442 -5.436 9.448 -0.002 0.005 0.001
Si 8.146 -2.712 9.408 0.008 -0.001 0.005
Si 10.86 -0.001 9.401 0 0 -0.001
Si 13.586 2.719 9.408 0.009 0 0
Si 10.866 5.448 9.407 0.009 0 -0.002
Si 13.6 -8.154 9.406 -0.005 -0.015 -0.006
Si 10.858 -5.427 9.394 -0.006 0.012 -0.002
Si 13.584 -2.721 9.408 0.005 -0.006 0.002
Si 16.315 -0.004 9.433 -0.011 -0.002 -0.004
Si 19.043 2.719 9.483 -0.002 0.006 0.002
Si 16.318 5.436 9.444 -0.002 -0.004 0.003
Si 19.054 -8.156 9.475 0 0.006 -0.003
Si 16.325 -5.437 9.441 -0.004 0.002 0.006
Si 19.052 -2.72 9.467 0 -0.011 0
Si 21.771 0.011 9.519 0.001 -0.002 -0.002
Si 24.49 2.735 9.542 0.007 -0.004 -0.007
Si 21.778 5.457 9.525 -0.005 0.002 -0.004
Si 24.492 -8.135 9.55 -0.002 0.006 -0.001
Si 21.772 -5.432 9.515 -0.001 -0.002 -0.003
Si 24.49 -2.705 9.558 0.006 -0.004 0.001
Si 27.204 0.026 9.569 0.004 -0.003 0.003
Si 29.909 2.745 9.572 -0.004 -0.004 -0.003
Si 27.194 5.465 9.567 0.004 0.007 -0.004
Si 29.908 -8.13 9.583 -0.001 -0.002 0.003
Si 27.212 -5.4 9.58 -0.006 -0.004 0.001
Si 29.91 -2.683 9.574 0.002 0 0.001
Si 32.609 0.021 9.569 -0.003 -0.001 -0.002
Si -29.954 2.735 9.561 -0.006 0.015 0.005
Si 32.63 5.466 9.568 0.006 0.003 0.003
Si -29.934 -8.133 9.546 0.01 -0.009 0.01
Si 32.627 -5.403 9.561 0.004 -0.011 -0.005
Si -29.943 -2.7 9.556 -0.001 0.004 0.002
Si -27.21 0.009 9.529 -0.006 -0.002 -0.001
Si -24.502 2.71 9.496 -0.001 0.005 0.001
Si -27.226 5.455 9.519 -0.014 -0.001 0
Si -24.493 -8.146 9.508 0.001 0.003 0
Si -27.218 -5.428 9.531 0.014 0 0
Si -24.491 -2.717 9.493 -0.003 0.001 -0.002
Si -21.776 -0.016 9.476 -0.007 0.006 -0.001
Si -19.041 2.693 9.48 0.012 -0.004 0.005
Si -21.762 5.433 9.492 0.01 -0.014 0.004
Si -19.039 8.147 9.477 -0.007 -0.006 -0.004
Si -21.77 -5.438 9.479 -0.001 -0.001 0.001
Si -19.056 -2.748 9.477 0 0.003 0.002
Si -16.324 -0.035 9.498 -0.002 0.005 0.004
Si -13.586 2.671 9.532 -0.007 0.008 -0.001
Si -16.315 5.4 9.498 0.006 -0.007 0
Si -13.599 8.098 9.54 0.002 -0.008 0.01
Si -16.334 -5.48 9.497 -0.005 0.009 0
Si -13.6 -2.768 9.537 0.001 0.006 0.003
Si -10.861 -0.057 9.582 -0.009 -0.002 -0.005
Si -8.128 2.671 9.602 -0.005 -0.007 0.006
Si -10.862 5.38 9.566 -0.007 -0.003 -0.002
Si -8.132 8.103 9.605 0.007 0.007 0.004
Si -10.868 -5.499 9.577 0.004 -0.001 -0.001
Si -8.131 -2.778 9.611 0.008 -0.007 -0.007
Si -5.397 -0.03 9.626 -0.009 0.005 0.003
Si -2.672 2.702 9.597 0.011 -0.01 0
Si -5.397 5.408 9.605 0.005 0.007 -0.003
Si -2.686 8.138 9.593 -0.002 0.005 -0.007
Si -5.404 -5.485 9.622 0 0.005 -0.001
Si -2.675 -2.746 9.602 -0.001 0.001 -0.005
Si 1.39 -1.382 10.901 0.005 -0.008 -0.001
Si 4.081 1.349 10.855 -0.003 0.008 0.003
Si 1.376 4.059 10.917 -0.008 -0.004 0.006
Si 4.085 -9.526 10.863 -0.001 0.004 0.007
Si 1.385 -6.821 10.91 0 0.004 0.005
Si 4.096 -4.089 10.848 -0.003 -0.009 0.002
Si 6.79 -1.36 10.8 -0.004 -0.003 -0.002
Si 9.503 1.362 10.772 0.001 0.001 -0.002
Si 6.78 4.081 10.805 -0.001 0.001 0.002
Si 9.508 -9.504 10.772 0.004 -0.003 -0.002
Si 6.8 -6.792 10.808 0.011 0 0.003
Si 9.506 -4.065 10.766 0.005 -0.005 -0.002
Si 12.228 -1.351 10.765 0.01 0.002 -0.001
Si 14.955 1.368 10.775 -0.005 0.009 -0.002
Si 12.233 4.095 10.766 -0.006 -0.001 -0.002
Si 14.959 -9.507 10.778 0.009 0 -0.002
Si 12.231 -6.783 10.748 0.008 0.006 -0.008
Si 14.957 -4.065 10.774 -0.009 0.005 -0.001
Si 17.686 -1.352 10.807 0.004 0.006 0
Si 20.407 1.375 10.858 -0.004 0.002 0
Si 17.687 4.09 10.816 0.002 -0.01 -0.001
Si 20.411 -9.502 10.861 0.006 -0.001 0.004
Si 17.692 -6.787 10.812 -0.006 -0.008 0.001
Si 20.408 -4.067 10.853 0 0.006 0.003
Si 23.124 -1.342 10.897 0.003 -0.001 -0.001
Si 25.84 1.383 10.92 0.006 -0.001 0
Si 23.131 4.099 10.896 0 -0.001 0.001
Si 25.836 -9.496 10.926 -0.01 -0.004 0.003
Si 23.123 -6.782 10.899 -0.009 0.001 0.003
Si 25.841 -4.055 10.933 -0.002 -0.001 0.003
Si 28.551 -1.333 10.94 -0.003 -0.001 0.001
Si 31.258 1.384 10.936 0.006 0.007 -0.001
Si 28.547 4.103 10.93 -0.005 0.004 0.002
Si 31.267 -9.499 10.929 -0.003 -0.005 -0.003
Si 28.552 -6.774 10.944 0.009 0.006 0.003
Si 31.267 -4.05 10.93 -0.007 0.006 -0.004
Si 33.974 -1.344 10.917 0.005 0 -0.003
Si -28.58 1.365 10.892 0.005 0.011 -0.002
Si -31.304 4.099 10.926 0 -0.004 0.003
Si -28.58 -9.507 10.89 0.003 0.005 0.004
Si -31.298 -6.776 10.908 0.001 -0.002 -0.003
Si -28.58 -4.071 10.896 -0.006 -0.014 -0.005
Si -25.851 -1.363 10.868 0.003 0.004 -0.005
Si -23.136 1.348 10.839 0.003 0.002 -0.004
Si -25.869 4.074 10.852 -0.001 -0.003 -0.004
Si -23.132 -9.521 10.845 -0.004 -0.005 -0.003
Si -25.858 -6.795 10.875 -0.008 -0.008 0.001
Si -23.134 -4.083 10.843 0 -0.004 0
Si -20.42 -1.382 10.828 0.003 -0.003 -0.002
Si -17.682 1.337 10.844 0 -0.007 -0.001
Si -20.4 4.068 10.836 0 0.015 -0.002
Si -17.678 6.783 10.838 0.015 0.007 -0.002
Si -20.411 9.51 10.825 0.009 0.005 -0.005
Si -17.692 -4.104 10.837 0.002 0.002 -0.004
Si -14.955 -1.383 10.867 -0.004 -0.005 -0.006
Si -12.222 1.319 10.913 0.004 0.002 0.001
Si -14.951 4.046 10.867 0.002 -0.008 -0.003
Si -12.226 6.749 10.9 0.004 0.011 -0.007
Si -14.967 9.484 10.862 -0.009 -0.003 -0.007
Si -12.225 -4.114 10.906 -0.009 0.009 -0.005
Si -9.494 -1.412 10.955 -0.006 0.005 0.003
Si -6.766 1.319 10.973 0.007 0.009 0.003
Si -9.497 4.029 10.939 0 0.001 -0.002
Si -6.759 6.755 10.964 -0.015 -0.008 0.004
Si -9.494 9.474 10.937 -0.005 -0.005 0
Si -6.763 -4.127 10.979 0.003 0.003 0.014
Si -4.035 -1.401 10.973 0.001 -0.003 0.005
Si -1.318 1.332 10.943 -0.01 -0.004 0.001
Si -4.041 4.042 10.965 0.001 -0.009 -0.001
Si -1.335 6.771 10.957 -0.001 -0.006 0.005
Si -4.042 9.474 10.982 -0.006 -0.007 0.009
Si -1.317 -4.112 10.954 0.007 0 0.001
Si 2.742 -0.012 12.255 -0.01 0.007 0
Si 5.427 2.732 12.202 0 -0.001 -0.002
Si 2.734 5.437 12.259 -0.004 0.005 -0.005
Si 5.443 -8.142 12.199 0.001 -0.006 -0.004
Si 2.748 -5.439 12.245 0.006 0.002 -0.003
Si 5.444 -2.709 12.2 0.003 0.002 0
Si 8.14 0.019 12.151 0.001 0.001 -0.002
Si 10.865 2.738 12.117 0.005 0 -0.002
Si 8.139 5.467 12.14 -0.001 -0.009 -0.007
Si 10.87 -8.126 12.118 0.006 0.001 0.002
Si 8.155 -5.407 12.151 0.004 0.009 -0.007
Si 10.862 -2.702 12.124 -0.008 -0.011 0.003
Si 13.595 0.007 12.124 0 0.004 0.004
Si 16.325 2.717 12.144 -0.004 0.001 -0.005
Si 13.597 5.459 12.129 0.005 0.003 0.009
Si 16.332 -8.162 12.144 -0.003 0.004 -0.002
Si 13.593 -5.427 12.113 -0.003 -0.004 0
Si 16.324 -2.721 12.149 -0.011 -0.009 0.005
Si 19.049 -0.003 12.188 0.005 0.001 0
Si 21.765 2.73 12.234 0.004 0 0
Si 19.051 5.438 12.19 -0.009 0 0.002
Si 21.766 -8.156 12.246 -0.002 0 0
Si 19.052 -5.442 12.196 0 -0.002 0
Si 21.763 -2.717 12.234 0 0.001 -0.001
Si 24.481 0.012 12.267 -0.005 0.001 -0.004
Si 27.184 2.746 12.293 -0.007 -0.005 0
Si 24.476 5.457 12.279 0.004 0.001 -0.001
Si 27.19 -8.142 12.299 -0.002 0.001 0.001
Si 24.478 -5.427 12.273 0.006 -0.003 -0.002
Si 27.195 -2.698 12.3 -0.001 0.001 0.003
Si 29.898 0.033 12.303 0.002 -0.003 -0.004
Si 32.616 2.745 12.292 0 0.005 0.002
Si 29.91 5.458 12.289 0.002 0.005 -0.004
Si 32.621 -8.128 12.278 0.003 -0.004 0
Si 29.911 -5.412 12.295 0.008 -0.006 -0.002
Si 32.622 -2.694 12.293 0.005 -0.001 0.001
Si 35.336 0.015 12.264 -0.008 -0.005 0.002
Si -27.221 2.73 12.235 -0.007 0.012 0.006
Si -29.942 5.467 12.265 0.003 -0.005 0.005
Si -27.221 -8.148 12.239 -0.001 -0.006 0.003
Si -29.938 -5.423 12.263 0.004 0.002 0.004
Si -27.219 -2.706 12.24 0.003 0.003 0.002
Si -24.49 -0.002 12.214 0.001 0.011 0
Si -21.783 2.722 12.183 0.003 -0.008 -0.001
Si -24.513 5.446 12.19 -0.006 -0.008 -0.002
Si -21.772 -8.155 12.193 0.003 0.008 0.001
Si -24.498 -5.427 12.213 0.003 0.002 -0.002
Si -21.777 -2.729 12.2 -0.007 0.003 -0.003
Si -19.063 -0.017 12.176 -0.001 0 0.003
Si -16.312 2.686 12.21 -0.002 0.008 -0.002
Si -19.045 5.432 12.194 0.004 -0.009 0.002
Si -16.328 8.136 12.216 0.011 0.001 0.008
Si -19.058 10.866 12.189 -0.003 -0.003 0.001
Si -16.329 -2.744 12.191 0.002 0.007 0.003
Si -13.584 -0.048 12.253 -0.009 -0.004 -0.001
Si -10.849 2.659 12.288 -0.001 0 0.003
Si -13.59 5.393 12.243 0.001 -0.004 0.005
Si -10.856 8.095 12.259 -0.005 -0.004 0.001
Si -13.599 10.839 12.222 0.007 0.002 0.002
Si -10.856 -2.781 12.299 -0.008 -0.009 0.001
Si -8.119 -0.06 12.321 0.014 -0.001 0.001
Si -5.396 2.67 12.329 -0.005 -0.001 0.001
Si -8.118 5.375 12.294 0.002 0.003 0.001
Si -5.406 8.103 12.345 0 -0.002 0
Si -8.131 10.816 12.316 -0.007 -0.009 0.002
Si -5.388 -2.772 12.336 0.008 0.01 0.001
Si -2.666 -0.033 12.315 0.02 0.021 -0.003
Si 0.026 2.695 12.309 0.001 -0.009 -0.004
Si -2.689 5.397 12.332 -0.012 -0.003 0
Si 0.029 8.141 12.305 -0.003 0.006 -0.004
Si -2.671 -5.48 12.33 0.005 0.007 -0.002
Si 0.044 -2.74 12.298 -0.004 0.001 -0.003
Si 1.383 1.32 13.654 0 -0.006 0.003
Si 4.09 4.077 13.616 -0.005 -0.009 0.017
Si 1.38 6.769 13.663 0.001 -0.006 0.011
Si 4.104 -6.791 13.602 -0.003 0.007 0.005
Si 1.407 -4.102 13.653 -0.011 0 0.003
Si 4.099 -1.374 13.615 0.009 -0.011 0.004
Si 6.782 1.364 13.544 0.004 0.006 0.004
Si 9.497 4.099 13.474 0.004 0.012 -0.004
Si 6.803 -9.501 13.545 0.003 0.004 0.01
Si 9.524 -6.757 13.495 -0.003 0.005 0
Si 6.815 -4.056 13.55 0.008 -0.013 0.002
Si 9.506 -1.341 13.493 0.007 0.004 0.003
Si 12.237 1.385 13.464 -0.008 0.011 0
Si 14.977 4.1 13.476 0.014 -0.016 -0.001
Si 12.242 -9.471 13.468 -0.007 0.003 0.009
Si 14.975 -6.773 13.462 -0.001 -0.013 -0.006
Si 12.23 -4.066 13.466 0.018 -0.004 -0.002
Si 14.968 -1.345 13.485 -0.007 0.01 -0.002
Si 17.687 1.368 13.521 -0.003 0.002 -0.004
Si 20.407 4.096 13.581 0.002 0.001 0.007
Si 17.691 -9.513 13.523 0.001 0 0.002
Si 20.398 -6.799 13.588 0 0.005 0.008
Si 17.689 -4.071 13.527 -0.006 0.004 0.002
Si 20.406 -1.348 13.576 -0.005 0.001 0.004
Si 23.116 1.373 13.611 0.011 -0.008 0.004
Si 25.824 4.101 13.656 -0.002 0.007 0.01
Si 23.113 -9.507 13.637 -0.009 0.001 0.007
Si 25.82 -6.786 13.653 -0.012 0.011 0.007
Si 23.115 -4.066 13.619 -0.006 0.004 0.002
Si 25.828 -1.341 13.651 0.005 -0.001 0.005
Si 28.535 1.393 13.666 -0.008 0.006 0.005
Si 31.258 4.101 13.662 0.003 -0.006 0.005
Si 28.557 -9.507 13.654 0.009 -0.015 0.003
Si 31.268 -6.772 13.652 -0.008 0.01 -0.003
Si 28.547 -4.066 13.661 0.01 -0.007 -0.002
Si 31.26 -1.33 13.652 -0.001 0.003 0.004
Si 33.978 1.373 13.632 0.002 0.003 -0.003
Si -28.576 4.096 13.598 -0.001 0 0.008
Si 33.974 -9.493 13.63 -0.008 0.012 0
Si -28.582 -6.796 13.607 0.008 -0.01 -0.002
Si 33.988 -4.068 13.634 0.001 -0.014 0.003
Si 36.695 -1.354 13.61 -0.002 0.005 0
Si -25.857 1.355 13.571 0.007 -0.009 -0.001
Si -23.159 4.083 13.532 -0.007 0.016 -0.012
Si -25.859 -9.521 13.573 0.003 -0.01 0
Si -23.132 -6.789 13.552 -0.002 -0.007 0.005
Si -25.858 -4.074 13.582 -0.003 0.003 0.006
Si -23.131 -1.369 13.562 0.009 -0.006 0.003
Si -20.425 1.353 13.521 -0.009 0.008 0
Si -17.678 4.065 13.54 0.022 -0.012 0
Si -20.411 -9.516 13.544 0.004 -0.006 0.007
Si -17.701 9.515 13.549 0 0.007 -0.005
Si -20.42 -4.097 13.547 0.012 -0.004 0
Si -17.704 -1.38 13.522 -0.005 0.005 -0.004
Si -14.952 1.328 13.58 0.004 0.005 0.006
Si -12.222 4.037 13.607 -0.001 0.003 -0.003
Si -14.954 6.78 13.568 -0.002 0.003 -0.001
Si -12.227 9.475 13.569 -0.001 -0.004 -0.008
Si -14.959 -4.093 13.547 -0.01 0.002 -0.005
Si -12.216 -1.4 13.633 0 0.001 0
Si -9.479 1.307 13.669 -0.007 0.007 0
Si -6.77 4.018 13.678 -0.002 0.004 -0.001
Si -9.483 6.743 13.619 0.001 -0.003 -0.012
Si -6.782 9.458 13.697 -0.009 0.002 0.011
Si -9.494 -4.15 13.669 0.007 0.005 0.014
Si -6.749 -1.414 13.692 0.002 -0.002 0.008
Si -4.031 1.303 13.687 -0.006 -0.011 -0.004
Si -1.346 4.026 13.702 -0.001 -0.006 0.006
Si -4.061 6.725 13.714 0 -0.009 0.01
Si -1.322 9.48 13.707 0.003 -0.007 0.016
Si -4.03 -4.136 13.706 -0.001 0.001 0.014
Si -1.313 -1.393 13.679 -0.007 -0.001 0.001
Si 0.042 -0.044 15.056 0.003 0.012 -0.002
Si 2.742 2.693 14.994 -0.005 0 -0.004
Si 0.021 5.391 15.047 -0.003 -0.006 -0.003
Si 2.753 8.163 14.982 -0.012 0.005 -0.002
Si 0.066 -5.464 15.045 0.009 0.005 0
Si 2.753 -2.729 15.021 0.001 0.002 0.001
Si 5.462 0.001 14.96 -0.006 0.02 0
Si 8.133 2.763 14.861 -0.002 0.006 0
Si 5.46 5.469 14.947 0.003 0.011 -0.001
Si 8.153 -8.088 14.863 0.004 0 -0.003
Si 5.465 -5.399 14.94 -0.003 0.005 0
Si 8.166 -2.675 14.901 -0.005 0.001 0.004
Si 10.867 0.04 14.817 -0.004 -0.001 0.006
Si 13.619 2.737 14.806 -0.007 0.008 0.007
Si 10.853 5.494 14.788 -0.001 -0.01 0.004
Si 13.618 -8.104 14.819 0.012 0.011 0.007
Si 10.881 -5.395 14.859 -0.005 -0.001 0.011
Si 13.596 -2.712 14.808 0.002 -0.004 0.005
Si 16.343 -0.012 14.861 -0.004 -0.011 0.009
Si 19.04 2.717 14.903 -0.008 -0.017 0.007
Si 16.335 5.441 14.86 0 -0.008 0.006
Si 19.036 -8.182 14.926 -0.003 -0.014 0.005
Si 16.335 -5.455 14.856 -0.002 0 0.005
Si 19.044 -2.722 14.909 0.003 -0.004 0.002
Si 21.764 0.002 14.959 0.002 0.002 -0.004
Si 24.445 2.737 14.999 -0.007 0.003 0.003
Si 21.741 5.449 14.986 0.007 -0.005 0.006
Si 24.468 -8.153 15.019 0.005 -0.002 0.002
Si 21.763 -5.45 14.959 -0.003 -0.001 0.004
Si 24.465 -2.71 15.002 0.002 -0.003 0.003
Si 27.17 0.031 15.021 0.001 0 -0.003
Si 29.894 2.749 15.035 -0.005 0.002 0.006
Si 27.207 5.444 15.018 0 0.006 -0.002
Si 29.906 -8.133 15.011 0.006 0 -0.002
Si 27.178 -5.428 15.019 0.008 -0.001 -0.001
Si 29.909 -2.698 15.01 -0.003 0.003 -0.003
Si 32.613 0.036 15.015 -0.001 0.005 0.002
Si 35.349 2.739 14.962 0.004 0.003 -0.001
Si 32.615 5.48 15.005 -0.003 0.002 -0.003
Si 35.336 -8.138 14.986 -0.006 -0.003 0.004
Si 32.637 -5.42 15.01 0.005 -0.002 0
Si 35.341 -2.706 14.991 -0.004 -0.005 0.007
Si 38.07 0.002 14.946 0.003 0.012 0.004
Si -24.506 2.731 14.908 0 0.003 0.002
Si -27.221 5.458 14.952 0 0.004 0.003
Si -24.496 -8.144 14.902 -0.003 0.002 -0.003
Si -27.224 -5.426 14.944 -0.01 -0.007 0.002
Si -24.489 -2.72 14.931 0.003 0 0.004
Si -21.771 0.006 14.896 0.008 0.006 0.006
Si -19.06 2.707 14.864 -0.005 0.001 -0.003
Si -21.81 5.457 14.87 -0.004 -0.006 0.004
Si -19.064 -8.148 14.913 0.003 0.009 0.011
Si -21.779 -5.438 14.922 -0.003 0.01 -0.001
Si -19.061 -2.724 14.882 -0.008 -0.004 0
Si -16.351 -0.036 14.884 -0.012 -0.011 0.01
Si -13.583 2.679 14.951 0.005 -0.006 0.011
Si -16.329 5.429 14.903 0.009 0 -0.002
Si -13.585 8.139 14.921 0.009 -0.002 0.001
Si -16.339 10.894 14.883 -0.008 -0.003 0.005
Si -13.598 -2.775 14.945 -0.003 0 0.006
Si -10.838 -0.059 15.014 0.005 -0.008 0.004
Si -8.107 2.651 15.048 0.013 0.001 0.006
Si -10.834 5.38 14.956 0.001 0.01 0.005
Si -8.151 8.067 15.034 -0.005 -0.01 0.006
Si -10.871 10.77 14.981 -0.013 -0.014 0.004
Si -8.108 -2.801 15.027 0.006 0.001 0.004
Si -5.365 -0.069 15.061 0.006 0.01 -0.001
Si -2.71 2.654 15.087 -0.001 -0.011 0.007
Si -5.435 5.35 15.082 0 -0.001 0.003
Si -2.696 8.092 15.061 -0.009 0 -0.006
Si -5.41 -5.506 15.055 0.005 -0.001 0.003
Si -2.664 -2.755 15.055 0.019 0.009 0
O -0.401 -7.276 24.435 -0.339 -0.464 -0.184
O 0.063 -2.981 22.3 0.006 0.251 0.094
O 4.773 2.562 22.675 -0.063 0.618 -0.339
O 7.017 3.833 22.969 0.503 0.176 0.311
O 1.585 7.175 24.472 -0.031 0.031 0.496
O 6.226 -0.94 -3.938 -0.302 -0.397 0.044
O 1.474 4.755 23.159 -0.033 -0.083 0.24
O 3.624 6.135 23.11 -0.107 -0.458 0.267
O 1.807 -6.874 23.083 0.235 0.535 0.194
O 0.011 7.989 21.952 0.055 -0.052 0.186
O 5.381 -7.151 24.631 -0.318 0.115 -0.339
O 5.723 -2.514 22.333 -0.107 0.061 0.419
O 7.513 -0.747 23.323 -0.079 -0.388 0.253
O 8.945 1.239 22.636 0.04 -0.4 0.223
O 11 2.801 22.062 -0.002 -0.041 0.537
O 2.847 5 25.36 0.718 -0.119 -0.128
O 10.122 7.228 22.941 0.094 0.053 -0.051
O 14.207 -6.209 -6.084 -0.272 -0.437 -0.088
O 7.464 -7.176 23.118 0.621 -0.021 0.368
O -3.588 6.174 -5.524 -0.153 -0.442 0.009
O 13.85 0.399 22.095 -0.089 0.207 0.443
O 11.952 -1.209 22.988 -0.232 0.186 0.532
O 9.709 -4.273 -6.547 0.101 0.308 -0.238
O 5.491 -0.133 -6.35 0.272 0.21 -0.179
O 15.26 -1.674 -5.894 0.468 0.192 0.441
O 15.902 2.515 22.074 0.237 -0.16 0.561
O 13.132 4.174 22.794 0.265 -0.268 0.297
O 14.529 6.575 -1.341 -0.611 -0.077 -0.075
O 13.961 6.635 22.826 -0.441 0.48 0.298
O 11.494 -6.581 22.938 -0.491 -0.122 -0.114
O 13.652 -5.432 21.984 0.185 0.011 0.524
O 15.547 -3.885 22.92 0.123 0.25 0.366
O 17.312 -1.999 22.999 -0.129 0.231 0.476
O 18.825 -0.188 21.97 0.072 -0.042 0.47
O 20.379 1.297 23.201 0.27 0.098 0.405
O 21.939 2.202 -5.403 0.057 0.166 0.389
O 21.593 5.256 24.882 0.452 0.519 0.256
O 17.827 -4.331 24.267 0.108 0.113 0.133
O 21.679 8.132 22.158 -0.2 -0.055 0.568
O 14.292 5.276 24.989 -0.204 -0.219 -0.049
O 19.665 -5.312 22.678 -0.156 -0.341 -0.354
O 20.818 -3.005 22.803 -0.206 0.361 0.119
O 24.417 0.043 22.146 0.072 -0.009 0.409
O 25.787 1.986 23.134 -0.227 0.268 0.211
O 30.192 5.141 25.004 -0.008 0.292 0.174
O 20.097 6.101 22.825 -0.229 -0.12 0.181
O 24.419 5.431 22.38 0.152 -0.058 0.342
O 26.394 -7.161 -5.595 -0.147 -0.444 -0.032
O -31.284 -3.908 23.951 -0.147 0.148 0.179
O 23.485 -6.573 23.175 -0.136 -0.314 0.556
O 28.01 3.329 23.035 -0.254 -0.121 0.124
O 25.258 -4.649 22.834 0.321 -0.49 0.212
O 27.036 -2.812 22.166 -0.097 -0.005 0.444
O 30.092 -0.039 25.136 0.126 -0.355 0.603
O 32.658 2.781 22.204 -0.106 -0.123 0.211
O 29.141 4.079 -6.599 0.025 -0.081 0.516
O 29.838 4.998 22.361 0.291 0.255 -0.207
O 28.008 -7.103 23.12 -0.443 0.016 0.215
O -32.457 -7.979 22.169 -0.108 -0.024 0.503
O 32.497 -2.276 25.367 0.111 0.216 -0.173
O -31.93 -2.071 -5.453 0.169 0.381 0.244
O -31.893 -1.583 22.994 -0.046 0.214 0.364
O -28.28 -5.688 -6.184 0.147 -0.382 0.18
O -29.921 0.008 22.191 -0.204 0.147 0.42
O -27.945 1.539 22.902 0.014 -0.168 0.52
O -30.683 4.328 23.205 -0.056 -0.277 0.355
O -29.711 5.205 25.538 0.082 -0.014 0.009
O -28.245 -1.096 26.086 0.087 0.158 -0.586
O -28.809 -4.35 23.152 0.312 0.018 0.351
O -27.065 -2.672 22.197 0.322 -0.092 0.225
O -22.529 -0.759 23.81 0.051 -0.564 -0.209
O -19.272 -3.368 -3.713 0.074 -0.429 -0.206
O -17.487 -1.806 24.785 -0.11 0.383 -0.264
O -24.503 -0.278 25.331 -0.482 0.592 0.475
O -24.479 5.43 22.116 -0.174 -0.128 0.347
O -22.829 7.306 22.912 -0.241 0.026 0.589
O -27.215 8.12 22.276 -0.226 -0.129 0.474
O -25.417 -6.425 23.073 0.285 0.525 0.1
O -23.89 -1.842 -3.43 -0.429 -0.09 -0.172
O -24.011 -7.571 -5.908 0.482 0.365 -0.425
O -19.078 -5.439 22.089 0.159 -0.002 0.454
O -21.445 -2.072 -4.335 0.053 0.305 -0.013
O -23.402 -4.144 23.097 -0.655 -0.1 0.231
O -20.107 -0.694 23.048 0.635 0.244 0.002
O -19.284 7.612 26.177 0.605 0.652 -0.021
O -16.372 8.115 22.097 0.269 -0.03 0.38
O -17.264 -3.818 23.075 0.499 0.124 0.181
O -15.203 -5.463 -6.403 -0.298 -0.462 -0.237
O -15.063 -0.967 25.523 0.122 -0.453 0.488
O -14.91 -1.362 22.993 -0.247 -0.32 0.4
O -9.294 7.332 25.171 0.019 0.815 -0.36
O -13.301 0.138 21.758 0.162 -0.065 0.139
O -17.912 1.399 23.087 -0.096 -0.376 0.367
O -8.668 1.042 -7.076 0.019 0.05 -0.155
O -12.834 6.202 23.282 0.386 -0.03 0.727
O -11.077 8.066 22.365 -0.081 -0.004 0.453
O -14.726 -6.347 23.053 -0.103 0.139 0.127
O -10.395 7.24 -3.45 0.402 0.237 0.185
O -9.476 -1.078 22.865 0.299 0.727 0.021
O -12.71 -4.648 23.002 -0.023 -0.272 0.475
O -11.108 -2.8 21.937 0.075 0.142 0.093
O -7.15 0.859 23.399 -0.489 -0.015 0.192
O -9.697 3.733 23.467 0.058 0.115 0.26
O -7.404 6.518 23.399 0.1 -0.093 0.065
O -9.563 -6.157 23.107 0.085 0.319 0.446
O -9.266 -3.565 23.906 -0.456 -0.014 -0.011
O -5.498 -3.036 22.261 0.132 0.004 0.492
O -4.691 -2.741 25.802 0.219 0.313 0.335
O 3.04 0.62 22.663 -0.015 -0.33 -0.173
O -1.316 0.972 23.434 -0.392 -0.42 0.135
O 0.151 3.155 -5.12 -0.342 -0.283 -0.303
O -1.143 4.855 24.255 0.529 -0.189 -0.501
O -2.193 6.673 22.844 -0.512 -0.046 0.024
O -5.54 7.989 22.239 -0.045 -0.011 0.349
O -3.899 -6.769 23.328 0.008 0.136 -0.051
O 0.125 2.721 22.203 0.129 -0.004 0.18
O 3.508 -0.198 25.115 0.148 0.512 0.034
O 3.956 7.564 -5.075 0.261 0.501 -0.359
O -1.982 -3.209 -5.084 0.606 -0.081 -0.806
O 1.281 7.257 -5.492 0.22 -0.306 -0.353
O 5.484 7.728 22.446 0.455 0.502 0.052
O 3.244 1.575 -1.431 0.007 -0.35 -0.157
O 2.168 -0.952 -3.547 0.624 -0.445 0.412
O 2.358 3.122 -6.459 0.39 -0.35 -0.418
O 8.077 1.402 -6.021 -0.063 -0.27 -0.197
O 4.627 -5.079 25.965 -0.141 0.011 0.586
O -11.423 0.64 26.041 -0.426 0.304 -0.096
O 16.211 -0.494 -3.224 -0.115 -0.503 -0.663
O 16.012 -2.656 25.169 0.058 0.619 -0.016
O -14.454 -4.424 24.931 0.068 0.435 0.01
O 10.234 -3.272 22.85 -0.264 0.064 0.148
O 15.847 1.954 -3.67 0.397 0.481 0.197
O 10.234 -4.119 -3.918 0.626 -0.289 0.36
O 21.277 -0.149 -3.986 0.178 0.24 0.43
O -6.267 0.922 -3.254 0.676 0.001 0.499
O 13.956 7.488 -3.611 0.345 -0.113 -0.694
O -23.632 7.266 -1.15 -0.352 0.514 0.017
O 16.095 8.007 22.068 0.24 0.082 0.622
O -31.75 2.477 -2.163 -0.077 -0.458 0.416
O 15.365 5.732 -5.985 -0.337 0.476 0.212
O 19.592 0.838 -5.51 -0.217 -0.166 0.49
O 22.145 4.797 -5.651 0.175 0.101 -0.429
O 18.864 0.866 25.46 -0.024 -0.54 -0.176
O 27.3 -5.24 -7.059 0.638 0.205 -0.09
O 21.026 7.085 -4.886 -0.447 0.139 -0.081
O 19.221 -8.103 -0.4 0.006 0.043 -0.114
O 23.096 3.181 25.889 0.238 -0.154 0.018
O 16.548 -8.021 -5.306 -0.701 -0.074 0.099
O -3.346 -2.105 23.441 0.505 -0.219 0.035
O 6.506 -6.707 -1.573 -0.111 0.201 -0.137
O -15.683 -0.351 -3.707 0.668 0.565 -0.006
O 29.058 -6.812 -5.976 0.084 -0.543 0.267
O 18.603 3.113 -6.198 0.206 0.548 -0.494
O 27.257 -8.05 25.477 -0.262 -0.337 0.077
O 4.735 6.232 -1.282 0.039 0.377 -0.279
O -32.441 3.149 -4.586 0.023 -0.677 -0.002
O 6.189 3.313 -6.205 -0.27 -0.004 -0.25
O 24.758 -5.419 25.234 -0.16 -0.478 0.383
O -9.901 6.71 -5.944 0.273 -0.019 0.087
O -5.669 6.89 -0.869 0.346 0.358 0.064
O 22.882 -4.16 23.908 0.023 -0.132 0.247
O 28.523 -6.83 -1.457 0.19 -0.445 -0.478
O 27.735 2.105 -5.601 0.195 -0.514 -0.232
O 26.428 1.213 -1.139 0.015 0.15 -0.141
O 12.224 -1.357 -1.65 -0.083 -0.004 -0.385
O -19.302 -3.689 24.703 -0.095 -0.507 -0.392
O 20.382 7.573 24.931 0.223 0.096 -0.202
O 18.271 0.898 -2.414 -0.257 0.117 -0.01
O 28.963 2.364 -3.257 0.059 0.116 -0.137
O -31.475 -6.598 -1.237 -0.137 0.439 0.019
O -3.346 -0.587 25.71 -0.005 0.167 0
O -1.006 0.32 26.02 0.364 -0.27 0.178
O -22.63 2.91 -3.589 0.235 0.065 -0.241
O -19.907 -3.072 -6.236 0.377 -0.198 0.088
O -31.857 5.538 -0.384 -0.011 0.227 0.392
O -28.022 1.896 -6.826 -0.269 0.289 -0.042
O -25.014 -8.037 25.085 0.269 -0.451 -0.484
O -26.971 2.868 -4.061 0.021 0.09 -0.149
O -26.723 -7.324 -1.548 0.023 -0.454 -0.417
O -29.514 2.976 -3.36 -0.343 -0.315 -0.272
O -24.8 1.511 -3.332 -0.413 -0.266 0.161
O -21.32 6.624 -6.69 -0.623 -0.151 -0.024
O -5.727 0.131 -0.348 0.126 -0.073 -0.616
O 31.636 6.803 -1.488 -0.055 0.364 -0.461
O 24.302 3.241 -5.162 0.09 -0.555 -0.034
O -29.109 -3.375 -1.266 0.116 0.122 -0.444
O -14.44 1.061 23.957 -0.114 0.01 -0.426
O -31.099 5.158 -5.865 -0.106 0.248 0.333
O -15.275 -2.896 -3.44 -0.387 -0.283 0.156
O 18.401 2.877 24.019 -0.411 -0.254 -0.24
O -19.929 -1.98 -1.565 -0.56 0.223 -0.651
O -18.81 2.563 25.3 0.103 0.363 0.09
O 24.97 -3.53 -1.321 -0.514 -0.164 -0.004
O -21.01 -7.077 22.79 -0.126 0.312 0.323
O -20.304 6.788 23.318 -0.055 0.046 -0.208
O -25.752 6.132 -2.178 0.017 -0.012 0.02
O 10.503 4.699 -3.82 0.237 0.102 -0.294
O -29.21 0.2 -5.161 -0.462 0.295 0.188
O -21.576 -2.693 22.037 -0.031 0.012 0.068
O -14.105 1.635 -2.741 -0.124 -0.292 -0.473
O 21.429 -2.557 25.363 -0.272 0.129 -0.035
O -2.264 -5.766 -4.626 0.115 -0.117 -0.596
O -7.311 5.505 -2.053 -0.443 0.421 0.289
O -17.151 0.643 25.485 -0.306 0.051 0.356
O -20.949 -7.019 -6.012 0.135 0.26 -0.368
O -14.587 7.975 25.772 -0.229 0.275 -0.13
O -11.259 2.2 22.118 -0.116 0.193 0.116
O -12.965 7.625 -3.696 0.14 0.548 -0.539
O -2.561 -1.588 -3.071 -0.001 0.492 0.138
O 17.608 -1.405 -1.384 -0.456 -0.415 -0.23
O -12.891 -6.515 24.928 0.256 0.014 0.003
O 5.409 -5.448 -3.554 -0.031 0.245 -0.377
O -12.179 3.535 -2.68 0.436 0.393 0.298
O -10.585 -0.763 -4.636 0.34 -0.272 -0.195
O 17.187 4.741 22.942 0.159 0.719 -0.196
O 10.4 0.104 -6.405 -0.134 -0.13 0.334
O -10.915 5.285 25.247 -0.717 -0.355 -0.036
O -1.967 7.154 -1.325 -0.276 -0.067 -0.117
O -7.152 3.367 -3.285 0.152 0.047 0.302
O 31.143 -4.252 -1.691 0.289 -0.15 -0.107
O -15.454 7.439 -3.029 -0.334 -0.322 0.14
O -16.716 -0.793 -6.092 -0.295 -0.477 0.129
O -12.102 -1.473 -6.609 -0.767 -0.194 0.156
O -2.921 1.687 -5.949 -0.421 0.256 -0.289
O -6.572 -3.844 -6.656 -0.361 0.645 -0.097
O -2.099 -3.405 -1.125 0.304 -0.207 -0.054
O 16.499 7.026 -3.057 0.679 -0.486 -0.015
O -7.166 -1.481 -2.772 0.761 -0.144 -0.157
O 9.059 0.942 25.126 0.201 -0.042 -0.054
O 12.655 -7.388 -1.6 0.279 -0.165 -0.029
O 1.791 -6.68 25.68 0.23 -0.324 0.473
O -21.335 -4.683 -4.762 -0.603 0.078 0.093
O -25.661 1.544 -5.86 0.614 -0.42 -0.128
O 17.134 4.436 -4.448 0.225 0.033 0.319
O -18.113 3.393 -4.974 -0.114 0.412 -0.571
O 14.244 -4.884 -3.828 -0.054 0.748 0.249
O -26.947 0.225 -3.863 0.323 -0.166 0.124
O -18.128 -4.032 -1.42 0.139 -0.668 -0.183
O -0.328 2.636 25.256 0.569 0.148 -0.017
O -1.693 -6.708 -2.299 -0.055 0.521 0.214
O 1.167 -6.918 -1.502 -0.22 0.157 -0.363
O -2.342 3.842 -4.453 -0.232 0.71 -0.183
O 2.234 7.564 -3.087 -0.286 -0.559 0.183
O 19.531 5.159 -5.087 -0.341 0.178 -0.509
O 4.034 0.545 -4.327 -0.066 0.422 0.311
O 3.04 5.232 -5.403 -0.52 -0.311 0.566
O -0.43 5.64 -4.189 0.019 0.242 0.489
O -21.815 2.719 22.149 0.063 -0.007 0.51
O 8.326 5.661 21.906 -0.302 0.262 0.387
O -24.713 6.329 -6.99 0.323 -0.161 -0.092
O 26.964 2.755 25.386 -0.268 -0.032 -0.008
O 13.305 -1.369 -4.189 0.05 -0.657 -0.006
O -0.631 -7.935 -4.232 0.216 -0.067 -0.13
O 8.725 -6.589 -6.112 0.552 0.098 0.096
O -25.618 -3.745 -3.033 -0.566 -0.043 -0.182
O 1.607 -4.486 -5.82 -0.252 0.577 -0.009
O -21.668 -8.088 25.055 -0.53 0.535 0.199
O -3.61 4.449 23.225 -0.042 0.076 0.221
O -28.203 3.797 24.102 -0.016 0.067 0.444
O -13.666 3.595 23.923 0.59 -0.323 0.023
O -5.301 -0.833 23.987 0.114 0.223 -0.656
O 17.999 3.342 -1.262 -0.242 0.059 -0.33
O 23.269 6.742 -2.708 0.035 0.279 0.384
O 20.751 -2.194 -5.496 -0.297 -0.568 -0.106
O 16.491 5.311 -0.387 0.148 0.119 -0.194
O 8.509 -5.155 22.089 -0.206 0.225 0.458
O -14.698 5.543 25.219 -0.304 -0.301 0.307
O -7.744 2.252 -0.358 0.082 0.107 -0.508
O 25.494 7.969 -3.47 0.317 -0.211 0.589
O 13.761 0.572 -2.614 0.025 0.359 0.304
O 25.022 5.523 -4.169 0.292 -0.089 0.067
O 30.211 -5.622 -3.829 0.063 -0.399 0.412
O -0.225 -5.168 -0.36 0.044 0.046 -0.495
O 20.759 2.812 25.137 -0.152 0.09 0.739
O 11.538 6.998 -3.016 -0.284 0.191 -0.181
O 10.235 2.744 -5.938 0.496 0.303 -0.219
O 13.682 2.813 -0.548 0.253 0.033 -0.569
O -14.237 2.429 26.158 0.449 0.065 0.163
O 21.357 -7.156 -6.385 0.119 0.193 -0.187
O 12.175 -4.663 -5.452 0.177 0.182 -0.607
O 26.413 -3.258 25.6 0.3 0.092 -0.303
O -19.88 1.801 -5.967 -0.455 -0.479 0.229
O 28.309 -0.615 -1.337 0.168 0.041 -0.167
O 21.374 4.993 -3.224 -0.129 -0.419 -0.012
O 21.069 6.629 -1.269 -0.341 0.14 -0.554
O -25.978 -4.626 -5.525 0.333 0.076 -0.158
O 19.221 -2.859 -0.177 0.013 -0.145 -0.421
O -27.655 -3.713 26.162 -0.301 0.027 -0.278
O -19.054 5.657 -6.011 0.333 -0.047 0.338
O 17.71 -6.793 23.288 0.083 -0.135 0.556
O 19.547 -6.25 25.173 0.185 0.395 -0.029
O -17.808 6.729 -1.42 -0.002 0.337 -0.105
O 26.897 -6.043 -3.32 0.087 0.227 -0.438
O -8.793 -3.394 -3.325 0.333 -0.169 -0.332
O 24.511 2.82 -0.385 -0.299 -0.09 -0.28
O 0.735 5.123 -7.029 -0.05 0.589 -0.028
O -31.578 2.736 -6.91 0.196 0.101 -0.154
O -29.302 -7.083 -2.625 0.099 0.303 0.178
O 31.743 4.496 -6.504 0.185 0.613 0.304
O 18.741 -7.804 -6.728 -0.053 -0.25 0.417
O 15.947 -4.242 -6.465 0.53 -0.035 0.353
O 28.572 -4.296 -2.311 -0.256 0.275 -0.078
O 1.118 0.686 24.488 0.194 -0.017 0.358
O -29.307 1.361 -1.321 0.208 -0.162 -0.171
O -17.111 5.554 -3.821 0.209 0.51 0.012
O -28.925 -1.186 -2.818 0.297 0.479 0.421
O 31.13 3.649 -2.608 -0.337 0.44 0.085
O 22.878 -1.59 23.305 0.478 0.177 0.431
O -29.851 -8.168 -0.014 0.304 0.11 0.016
O -27.804 -1.995 -5.024 -0.065 -0.674 0.352
O -5.134 6.024 -3.399 -0.294 -0.36 -0.484
O -16.243 2.896 24.555 -0.176 0.647 0.074
O -10.203 1.859 -5.132 -0.272 0.547 0.456
O 29.886 -2.476 -0.387 0.131 0.182 -0.185
O 27.16 0.566 -3.51 -0.292 -0.262 -0.588
O 31.165 6.912 23.344 0.179 0.34 0.511
O -16.328 1.268 -1.229 0.377 -0.277 0.103
O -22.336 -6.96 -3.872 0.035 -0.038 0.239
O 12.659 -3.593 23.736 0.284 -0.093 -0.001
O 4.141 3.846 -2.208 0.205 -0.239 -0.253
O 26.106 7.342 23.222 -0.396 0.313 0.231
O -28.036 5.085 -3.139 -0.108 0.512 -0.251
O -26.115 3.983 -6.747 -0.088 0.109 -0.408
O -17.882 0.833 -4.49 -0.199 -0.264 0.419
O -31.125 7.322 -2.307 0.472 -0.26 -0.242
O -20.845 3.392 -1.205 -0.484 -0.672 -0.263
O 12.84 -0.736 -6.721 0.088 0.183 -0.296
O -32.283 -4.599 -4.719 -0.159 0.289 0.096
O 30.726 1.094 22.862 -0.593 -0.092 -0.11
O 1.888 -1.532 23.392 -0.181 -0.107 0.387
O -22.495 0.314 -3.9 0.789 0.115 -0.153
O -7.388 -0.372 -5.217 -0.196 -0.724 -0.119
O 26.422 3.198 -3.634 -0.425 0.241 0.687
O -21.409 4.857 -4.786 0.383 0.017 0.229
O -7.251 -4.907 23.015 0.087 -0.363 0.229
O -22.928 1.223 -1.486 0.301 -0.672 -0.161
O -4.884 4.445 -1.248 -0.107 -0.134 -0.284
O -18.908 -2.73 0.633 0.083 0.114 0.673
O -8.442 -5.593 25.342 -0.529 -0.536 0.053
O -11.879 6.626 -1.427 0.336 -0.423 -0.002
O 7.133 -1.497 -1.501 0.313 -0.491 0.012
O 30.18 -4.395 -6.139 0.113 0.065 -0.495
O 8.183 2.661 -0.615 -0.095 -0.202 -0.567
O -14.748 3.429 -1.071 0.284 0.185 -0.321
O -16.203 5.309 -0.127 0.009 0.08 -0.087
O -14.574 6.773 -5.57 0.277 -0.251 -0.016
O -25.1 -1.03 22.916 -0.089 -0.195 0.366
O 30.542 2.537 25.086 -0.37 0.11 -0.322
O -11.61 5.189 -4.665 -0.035 0.156 -0.165
O -24.15 -2.902 25.316 -0.352 0.09 0.283
O 18.019 -5.912 -1.233 0.027 0.442 0.083
O 16.408 6.853 25.701 0.011 0.138 -0.405
O -9.262 3.865 -1.62 -0.407 -0.097 -0.293
O -19.707 2.228 -3.276 -0.475 -0.403 0.119
O 4.187 -4.245 23.449 -0.076 -0.316 0.138
O -0.085 5.501 -0.461 -0.015 0.243 -0.411
O 30.404 1.766 -1.06 -0.354 -0.328 -0.047
O -12.486 1.839 -0.763 -0.57 0.172 0.224
O 11.257 0.087 -3.481 -0.063 0.061 -0.524
O -11.62 -4.64 -1.253 0.135 0.234 -0.344
O 11.989 4.672 -1.575 -0.047 -0.283 -0.295
O 27.676 -0.981 25.776 0.086 0.214 0.362
O -13.587 -4.638 -4.436 0.584 -0.267 0.11
O -1.411 -5.037 23.207 0.083 -0.223 0.094
O -4.659 2.766 -4.181 -0.19 0.3 0.107
O 30.863 -1.785 -6.18 -0.254 0.461 -0.308
O 1.659 0.886 -5.42 -0.377 -0.257 -0.053
O -2.95 2.829 -0.374 -0.057 -0.187 -0.363
O 6.117 -6.779 -6.278 -0.536 -0.04 0.207
O -14.004 5.259 -3.519 -0.508 -0.101 0.288
O 2.79 -4.639 -3.453 -0.05 0.508 0.128
O 22.675 3.575 23.245 -0.219 -0.411 0.012
O -9.486 -6.188 -1.204 0.151 0.423 -0.263
O 12.431 -6.9 -4.15 -0.342 -0.058 -0.335
O -23.853 1.255 23.024 -0.565 0.271 0.28
O -4.678 -7.668 25.819 0.387 -0.573 -0.112
O -31.062 -1.62 -1.383 -0.475 0.015 -0.48
O -10.679 -3.29 -5.197 0.102 -0.366 -0.45
O -23.965 -5.564 25.134 0.198 -0.26 0.659
O -0.161 -4.909 25.511 -0.071 0.699 0.381
O -19.154 4.745 -2.544 -0.062 0.087 0.028
O -30.932 -6.359 -6.172 0.062 -0.514 -0.283
O -28.822 6.779 -5.71 -0.163 0.334 0.053
O 23.359 -6.624 -1.589 -0.031 0.278 -0.121
O 6.979 7.039 24.612 -0.215 -0.285 -0.13
O -32.587 0.201 -6.437 -0.352 0.172 0.583
O -1.257 7.062 -6.319 0.361 0.213 -0.274
O -27.392 8 -3.858 0.325 -0.167 0.124
O 9.459 6.406 25.371 0.21 -0.191 0.211
O -1.847 -0.635 -5.429 0.005 0.078 0.109
O 2.303 2.753 -3.695 -0.221 0.138 -0.22
O -18.678 5.388 24.921 0.029 -0.548 0.036
O -29.988 3.753 -0.786 0.352 0.067 0.046
O -6.769 7.056 25.922 0.347 -0.09 -0.143
O -15.251 -6.688 -1.441 0.162 0.43 -0.216
O 25.945 -1.441 -5.794 -0.01 0.527 0.326
O -19.877 4.257 22.92 0.023 -0.195 0.537
O 24.888 7.894 -0.386 -0.062 -0.046 -0.122
O 0.713 -1.129 -1.351 -0.242 -0.024 -0.069
O 2.589 -2.696 -0.449 0.088 -0.154 -0.507
O 22.001 -7.076 -3.82 -0.544 -0.028 0.204
O 8.176 3.634 -4.581 -0.285 0.613 0.439
O 2.78 7.738 -0.491 -0.228 -0.061 0.398
O 9.321 -3.684 -1.482 0.192 0.218 -0.075
O 15.667 -6.865 -2.996 -0.182 -0.285 0.48
O -29.864 -5.669 25.181 0.135 -0.571 -0.223
O -0.596 3.231 -2.698 -0.174 0.082 0.42
O 4.399 -4.342 -1.398 0.247 0.152 -0.113
O 16.624 4.265 25.476 0.108 -0.454 0.134
O 23.367 -1.537 -1.497 -0.078 0.143 -0.292
O -5.471 -5.406 -0.324 0.114 -0.023 -0.409
O 27.005 5.753 -0.397 0.093 -0.082 -0.205
O 9.734 5.974 -1.496 -0.545 0.042 -0.112
O -16.706 6.887 -6.985 -0.202 -0.03 0.354
O -5.337 8.008 -5.239 -0.116 0.383 0.352
O 19.185 3.03 -3.575 0.17 -0.055 -0.192
O 15.276 -4.723 -1.408 -0.078 0.038 -0.036
O 14.432 -5.565 24.876 0.328 -0.356 -0.491
O -10.445 -5.352 -3.544 -0.072 -0.21 -0.298
O -19.782 -7.319 -1.336 0.3 -0.359 0.114
O 11.364 -8.107 25.036 0.526 -0.106 0.698
O 13.811 -2.815 -0.375 -0.259 0.169 -0.181
O 7.168 -7.471 -4.054 0.261 -0.624 0.031
O 11.006 -2.29 -5.666 -0.207 0.023 0.43
O -15.434 1.477 -5.461 0.108 -0.042 -0.209
O -25.733 -1.525 -6.5 0.188 0.006 0.367
O 13.602 -3.512 26.09 -0.42 0.066 0.243
O -19.727 -6.456 -3.77 0.214 0.304 -0.236
O -23.451 -3.638 -1.513 -0.036 0.164 -0.124
O -30.527 -3.135 -3.478 -0.093 -0.291 0.12
O -17.937 6.042 22.564 0.19 -0.456 0.138
O -8.879 0.544 -3.232 -0.004 0.427 0.241
O -17.501 -1.77 -2.528 0.067 0.166 0.28
O -11.879 7.64 25.967 -0.026 -0.141 0.12
O 7.479 4.794 25.911 0.429 -0.058 -0.244
O 3.699 -6.771 -2.159 0.571 -0.241 0.405
O -20.699 -1.566 25.477 -0.023 0.243 0.394
O 8.221 7.981 -0.592 0.174 0.038 -0.133
O -27.251 -0.036 -0.473 -0.066 0.069 -0.359
O 6.719 1.564 24.178 -0.352 -0.2 0.251
O -16.294 3.092 -3.156 -0.331 0.212 0.07
O 29.876 -5.377 22.334 0.149 -0.16 0.528
O -10.267 -1.618 25.291 -0.003 -0.183 0.309
O 21.038 -4.516 -0.995 0.36 -0.494 -0.288
O 22.382 -4.652 -3.151 0.491 0.187 -0.332
O 10.831 -2.129 25.149 -0.272 -0.322 0.163
O -26.354 5.891 -5.047 -0.061 -0.317 0.636
O 27.968 0.856 23.926 0.27 -0.161 0.055
O -25.409 -1.831 -1.275 0.218 0.195 -0.347
O 25.289 -3.961 -5.826 0.044 -0.418 0.317
O 28.856 3.976 -1.26 -0.163 0.217 -0.442
O 31.696 -6.598 -5.732 -0.071 -0.382 -0.508
O -20.978 3.598 26.25 -0.502 0.206 -0.054
O -24.031 4.474 -5.241 0.049 -0.161 -0.113
O 26.733 -5.26 -0.73 0.43 -0.189 -0.002
O 14.81 5.003 -3.553 -0.446 -0.212 0.436
O 5.37 5.789 -6.432 0.232 0.292 0.038
O -13.033 -6.755 -5.849 0.617 0.248 0.345
O 7.223 -5.407 25.653 -0.044 0.301 -0.556
O -16.341 2.952 21.814 -0.04 -0.078 0.319
O -2.528 -6.112 25.382 0.107 -0.02 0.509
O 0.228 -5.47 -3.799 -0.244 0.169 0.155
O -3.375 7.897 -3.433 0.246 0.367 -0.224
O 10.04 0.788 -1.205 0.584 -0.184 0.069
O 28.372 -2.473 -5.838 0.01 -0.143 0.169
O -28.104 6.442 -0.969 -0.022 0.166 -0.21
O -13.358 -2.843 -0.43 0.118 0.086 -0.521
O 0.094 0.659 -3.199 0.287 0.237 -0.232
O -12.887 -2.133 -4.274 0.179 0.291 0.488
O 9.933 2.241 -3.34 -0.161 0.001 0.302
O -15.054 5.179 22.541 -0.488 0.634 0.107
O -4.315 -1.984 -1.269 -0.429 -0.087 -0.445
O 16.972 1.148 -6.056 0.094 -0.374 0.182
O 24.416 -6.059 -4.002 -0.064 0.704 -0.212
O 8.613 -0.079 -3.22 0.012 0.33 -0.63
O -20.932 1.048 25.027 -0.164 0.193 0.036
O -24.619 2.81 -0.369 -0.084 0.112 -0.382
O -26.532 -5.933 25.418 -0.236 -0.185 -0.065
O -11.705 -7.135 -2.108 -0.147 -0.01 -0.182
O 22.839 4.674 -1.106 0.163 -0.245 -0.351
O 4.515 -2.544 25.486 0.313 0.037 0
O -14.729 -2.959 -6.073 -0.164 0.625 -0.119
O -3.862 -7.32 -1.067 -0.337 -0.221 -0.266
O 30.179 -2.996 -3.927 0.299 0.531 0.266
O -8.314 4.927 25.314 0.544 -0.441 0.539
O 23.376 -2.187 -6.105 0.016 -0.202 -0.292
O -19.15 7.327 -3.401 -0.261 -0.125 -0.604
O 1.702 3.703 -1.294 0.132 0.22 -0.304
O -21.896 5.507 -0.249 0.048 0.14 -0.491
O 11.833 5.779 24.314 -0.065 -0.419 0.379
O 18.936 5.318 24.957 -0.182 0.069 0.641
O -21.685 -5.476 -0.616 0.102 0.077 -0.514
O -21.808 -4.019 25.259 0.186 -0.3 0.004
O 21.738 0.086 -0.426 0.14 0.032 -0.537
O 5.232 5.575 -3.797 0.337 0.013 -0.229
O -4.199 -4.362 -5.774 -0.322 -0.429 0.213
O -2.443 1.484 -3.381 -0.172 -0.439 0.314
O -16.902 -4.142 25.72 -0.342 -0.546 0.255
O -24.743 -6.098 -3.777 0.213 -0.068 0.058
O -27.426 -5.234 -0.375 0.099 -0.033 -0.232
O 8.132 -2.642 -3.596 -0.139 -0.055 -0.612
O -6.841 2.176 -5.514 -0.17 0.482 -0.257
O -13.314 3.144 -4.923 0.556 -0.554 -0.068
O -26.029 3.431 22.787 0.141 -0.262 0.26
O -13.648 8.007 -0.224 -0.076 -0.093 -0.103
O -31.739 -7.015 -3.81 0.1 -0.445 0.013
O -30.407 0.301 25.835 0.01 -0.406 -0.695
O -12.69 -0.915 24.397 0.164 0 -0.264
O -10.798 -0.143 -0.258 0.044 -0.111 -0.637
O 28.541 6.736 23.81 -0.244 -0.2 -0.036
O 16.357 -6.914 25.974 0.349 0.334 -0.172
O 18.203 -7.137 -3.503 0.611 -0.281 -0.428
O -5.423 2.631 22.403 0.002 0.076 0.285
O -7.997 8.147 -0.329 0.057 0.033 -0.478
O -32.053 5.05 -2.923 0.194 0.203 -0.493
O 7.754 7.379 -6.224 -0.217 -0.108 0.438
O -18.383 2.751 -0.977 -0.152 0.142 0.009
O -7.171 -3.663 -1.239 0.159 -0.176 -0.24
O 14.436 0.737 -5.46 -0.287 0.228 -0.226
O -26.79 4.132 -1.033 -0.323 -0.411 -0.158
O 6.588 4.461 -1.664 0.484 0.056 -0.49
O -1.154 1.136 -1.092 0.139 -0.644 -0.164
O -3.246 6.109 25.245 -0.193 0.153 0.066
O 8.006 -5.223 -3.14 0.007 -0.183 -0.469
O -17.444 -7.099 -2.733 -0.006 0.234 0.116
O 21.867 -0.085 -6.559 0.422 0.261 -0.64
O 2.328 -4.082 25.271 -0.449 0.575 -0.479
O -30.156 -3.872 -6.026 0.225 0.633 -0.287
O -27.317 -5.67 -3.489 -0.468 0.348 -0.176
O -6.737 -6.492 -6.392 -0.344 0.055 0.195
O -1.84 4.61 -6.845 -0.453 -0.475 0.046
O 28.828 -1.471 23.35 0.271 -0.316 0.213
O -9.152 -1.961 -1.132 -0.184 -0.336 0.006
O 15.728 1.172 -1.14 0.372 0.021 0.082
O -28.738 4.214 -5.547 0.411 -0.247 -0.42
O 10.966 -5.553 -0.637 0.117 0.258 -0.545
O -7.712 -1.525 24.641 0.125 -0.32 0.129
O -30.623 -6.203 22.805 0.351 -0.226 0.29
O 32.489 0.092 -0.444 -0.245 0.034 -0.635
O -23.25 -1.142 -5.956 0.026 0.324 -0.007
O -3.659 -3.928 -3.181 -0.477 -0.386 0.214
O 5.255 0.041 -0.585 0.068 -0.16 -0.131
O -10.063 2.964 26.026 -0.08 0.089 0.129
O -15.202 -6.629 -4.112 -0.202 -0.077 -0.047
O -24.3 7.637 -3.656 -0.076 -0.029 -0.117
O 17.018 -4.738 -3.346 0.117 0.448 -0.341
O 2.315 -6.758 -4.814 -0.137 0.108 -0.484
O 3.118 -1.194 -6.07 -0.376 -0.662 0.174
O 20.267 2.079 -1.292 0.256 0.455 -0.357
O 32.569 0.878 24.64 0.366 -0.1 -0.515
O 23.518 7.637 -5.191 0.133 0.302 -0.56
O 5.295 3.73 24.912 -0.312 0.204 -0.204
O -4.979 -5.199 25.116 -0.328 0.116 -0.413
O 11.899 -5.496 25.302 -0.09 0 0.553
O -26.549 8.095 -6.359 -0.258 0.463 -0.265
O 25.908 -1.211 -2.019 0.224 -0.162 -0.081
O -28.871 6.219 23.175 0.026 0.011 0.518
O 15.187 3.22 -5.713 -0.472 0.108 -0.601
O -8.67 -4.947 -5.472 -0.184 0.033 -0.125
O -6.377 0.267 25.958 0.368 0.241 0.309
O -0.138 -1.895 -3.8 0.1 -0.324 -0.213
O 6.291 1.635 -4.287 -0.26 0.249 0.657
O -15.187 -1.27 -1.334 -0.133 0.436 -0.024
O 30.013 8.145 -0.069 -0.002 0.191 -0.492
O 9.523 -6.3 24.847 -0.389 -0.129 -0.229
O -11.518 1.012 -3.024 0.027 -0.197 -0.041
O -26.349 1.913 24.866 0.725 -0.189 0.078
O 31.557 -3.505 23.175 -0.403 0.088 0.54
O 20.863 -2.575 -2.872 0.254 -0.052 0.195
O 26.602 4.446 -5.908 -0.058 0.462 -0.484
O 19.665 -4.927 -3.168 0.147 -0.271 -0.365
O 24.48 -2.489 -3.757 -0.031 -0.224 -0.016
O -15.684 4.073 -5.545 0.16 0.346 -0.477
O -9.066 5.038 -4.019 0.385 -0.272 -0.087
O -23.286 5.349 -2.912 0.231 0.008 0.529
O 18.804 -1.294 -3.786 -0.368 -0.412 -0.492

Results
total energy: -406615.281 eV
total energy less fixed offsets of O -438.25, Si -107.07 eV per atom: -2.481 eV
